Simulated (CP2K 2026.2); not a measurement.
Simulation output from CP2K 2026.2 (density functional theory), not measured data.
Periodic cell of 3456 atoms, Si2304O1152, from a study of silicon, its oxide and their interface. The atomic structure is a simulated model.
Doubt: the forces sum to 4.50 eV/angstrom along one axis rather than to zero, so they err by at least 0.0013 eV/angstrom per atom on average; the grid cutoff is modest.

Settings
functional: PBE
method: Gaussian and plane waves
basis set: DZVP-MOLOPT-SR-GTH
pseudopotentials: GTH-PBE
grid cutoff: 300 Ry, relative cutoff 40 Ry
k points: Gamma only
occupations: fixed
spin: none
net charge: 0

Cell vectors (angstrom)
a 130.56 0 0
b 0 16.32 0
c -3.6754 -0.6728 28.0879

Atoms: element, x, y, z (angstrom)
Si 1.441 -1.088 0.145
Si 4.566 0.781 0.17
Si 1.704 4.41 0.152
Si 5.026 6.473 0.269
Si 1.688 -6.941 0.743
Si 4.61 -4.424 0.598
Si 6.883 -1.289 0.59
Si 9.345 1.926 0.601
Si 7.098 4.101 0.703
Si 10.047 6.524 0.71
Si 6.946 9.797 0.684
Si 10.136 11.915 0.532
Si 12.747 -1.406 0.522
Si 15.462 1.269 0.688
Si 12.195 4.281 0.637
Si 15.552 6.652 1.075
Si 12.319 9.633 0.483
Si 14.862 -3.706 0.681
Si 2.954 -0.075 1.647
Si 5.568 2.589 1.59
Si 3.211 5.484 1.578
Si 5.823 8.091 1.815
Si 3.072 -5.539 1.928
Si 5.652 -2.764 1.884
Si 8.374 0.085 1.78
Si 10.981 2.848 2.021
Si 8.458 5.437 2.046
Si 11.184 8.152 1.942
Si 8.522 10.926 1.939
Si 11.175 -2.677 1.789
Si 13.832 0.113 1.947
Si 16.539 2.824 2.075
Si 13.813 5.406 2.007
Si 16.685 -8.099 2.321
Si 13.779 -5.408 1.899
Si 16.411 -2.594 2.076
Si 1.621 1.402 2.903
Si 4.327 4.013 3.02
Si 1.791 6.696 3.093
Si 4.397 9.382 3.209
Si 1.571 -4.089 2.978
Si 4.221 -1.407 3.128
Si 6.928 1.349 3.125
Si 9.723 4.13 3.467
Si 7.09 6.828 3.295
Si 9.781 9.499 3.295
Si 7.087 12.271 3.232
Si 9.76 -1.296 3.124
Si 12.394 1.428 3.271
Si 15.114 4.091 3.441
Si 12.509 6.838 3.36
Si 15.15 -6.682 3.382
Si 12.435 -4.028 3.291
Si 15.095 -1.227 3.438
Si 0.225 -0.016 4.229
Si 2.912 2.712 4.375
Si 0.252 5.335 4.258
Si 2.981 8.09 4.533
Si 0.187 -5.454 4.325
Si 2.849 -2.755 4.432
Si 5.579 -0.014 4.476
Si 8.262 2.697 4.602
Si 5.649 5.387 4.48
Si 8.389 8.193 4.664
Si 5.704 10.846 4.519
Si 8.39 -2.63 4.547
Si 11.044 0.032 4.598
Si 13.723 2.742 4.736
Si 11.095 5.525 4.736
Si 13.802 -8.074 4.732
Si 11.072 -5.393 4.648
Si 13.737 -2.655 4.725
Si 1.386 -1.385 11.096
Si 4.087 1.326 11.268
Si 1.339 4.062 11.124
Si 4.106 6.842 11.267
Si 1.368 9.496 11.131
Si 4.081 -4.072 11.232
Si 6.745 -1.36 11.356
Si 9.497 1.368 11.363
Si 6.777 4.109 11.359
Si 9.538 6.897 11.453
Si 6.846 9.586 11.397
Si 9.487 -4.012 11.428
Si 12.178 -1.308 11.437
Si 14.991 1.49 11.506
Si 12.285 4.186 11.468
Si 14.998 -9.454 11.491
Si 12.227 -6.716 11.472
Si 14.989 -4.011 11.469
Si 2.668 -0.041 12.572
Si 5.434 2.666 12.677
Si 2.661 5.456 12.489
Si 5.447 8.212 12.699
Si 2.735 -5.487 12.532
Si 5.306 -2.691 12.699
Si 8.083 0.026 12.7
Si 10.881 2.741 12.668
Si 8.077 5.552 12.719
Si 10.844 8.304 12.862
Si 8.166 10.958 12.834
Si 10.784 -2.643 12.82
Si 13.536 0.109 12.704
Si 16.339 2.815 12.944
Si 13.632 5.562 12.876
Si 16.311 -8.095 12.859
Si 13.56 -5.313 12.788
Si 16.406 -2.715 12.804
Si 1.196 1.287 13.813
Si 4.004 4.108 13.847
Si 1.228 6.795 13.802
Si 4.027 -6.796 14.04
Si 1.308 -4.154 13.788
Si 3.884 -1.378 14.109
Si 6.736 1.272 14.148
Si 9.444 4.086 13.895
Si 6.83 6.988 14.164
Si 9.571 9.711 14.328
Si 6.645 -4.042 14.072
Si 9.372 -1.273 14.142
Si 12.197 1.435 14.116
Si 14.949 4.179 14.273
Si 12.275 7 14.184
Si 14.939 -6.653 14.1
Si 12.157 -4 14.156
Si 14.922 -1.312 13.893
Si -0.251 -0.252 14.872
Si 2.482 2.758 15.112
Si -0.185 5.476 15.175
Si 2.52 8.161 15.242
Si -0.132 -5.539 14.98
Si 2.458 -2.847 15.373
Si 5.244 -0.071 15.584
Si 8.242 2.712 15.36
Si 5.343 5.539 15.252
Si 8.185 8.369 15.691
Si 5.316 -5.42 15.498
Si 7.909 -2.609 15.44
Si 10.787 0.082 15.456
Si 13.583 2.755 15.534
Si 10.837 5.414 15.151
Si 13.541 8.544 15.577
Si 10.968 11.111 15.805
Si 13.587 -2.582 15.272
Si 0.556 -1.889 16.372
Si 4.152 1.86 16.471
Si 1.398 4.313 16.464
Si 3.63 6.536 16.482
Si 0.879 -7.023 16.507
Si 3.986 -3.967 16.804
Si 6.268 -1.722 16.953
Si 9.773 1.706 16.835
Si 6.515 3.839 16.387
Si 9.777 6.825 16.609
Si 6.957 -6.228 17.044
Si 9.194 -3.975 16.781
Si 12.414 -1.099 16.614
Si 14.653 1.013 16.694
Si 11.915 3.956 16.614
Si 14.975 7.288 16.859
Si 12.81 10.249 17.224
Si 14.984 -3.9 16.549
Si -1.374 2.233 21.068
Si 9.584 4.302 -3.905
Si 0.835 3.815 -4.835
Si 8.844 -2.438 -1.363
Si 12.529 -3.418 20.849
Si 9.684 0.686 19.757
Si 20.591 2.084 -3.723
Si 3.412 -4.885 -2.087
Si 7.91 -3.032 -4.164
Si 12.366 6.434 18.249
Si 9.646 1.261 -3.843
Si 21.677 5.668 -0.95
Si 1.273 -3.592 20.962
Si 18.098 -4.34 -3.481
Si 6.713 -5.257 19.907
Si 21.433 8.072 -5.952
Si 12.856 7.355 -6.507
Si 17.225 2.965 19.803
Si 4.956 6.473 19.114
Si 11.852 6.263 -4.037
Si 2.373 -5.656 18.972
Si 7.808 6.653 -3.853
Si 10.119 -7.776 -3.843
Si 16.272 -5.61 -1.411
Si 5.821 4.717 -6.66
Si 9.031 -7.088 20.276
Si 3.421 -7.861 20.864
Si 15.397 2.389 -6.313
Si 6.517 -2.067 19.9
Si 18.53 -1.682 -4.676
Si 5.098 3.419 18.827
Si 15.84 7.642 -6.793
Si 16.467 0.273 18.921
Si 7.524 -1.329 -6.72
Si 4.777 -2.855 -3.925
Si 19.967 -6.601 -4.361
Si 10.738 -0.016 -1.323
Si 13.778 1.18 -4.188
Si 2.835 4.186 -2.794
Si 14.687 5.562 -3.019
Si 13.939 2.898 -1.578
Si 10.604 -2.226 18.901
Si 7.035 1.193 -5.054
Si 8.996 -5.598 -5.524
Si 3.22 -0.496 -2.285
Si 14.396 -8.025 -1.301
Si 16.159 -0.298 -5.108
Si 15.267 -2.2 20.383
Si 8.161 6.752 18.949
Si 5.326 7.365 -5.763
Si 8.487 -8.115 -1.501
Si 11.493 0.548 -6.156
Si 12.159 -6.476 20.366
Si 8.48 3.705 -6.408
Si 17.56 -1.056 0.74
Si 20.803 1.269 0.921
Si 17.615 4.431 0.732
Si 20.369 7.353 1.141
Si 18.121 -6.928 0.855
Si 20.812 -4.254 1.186
Si 22.924 -0.997 0.97
Si 25.673 1.861 0.937
Si 23.516 4.094 0.775
Si 26.313 6.781 0.889
Si 22.948 -6.4 1.228
Si 26.094 -4.214 0.93
Si 28.846 -1.345 0.768
Si 31.494 1.257 0.798
Si 28.353 4.37 0.942
Si 31.471 6.566 0.858
Si 28.29 -6.408 1.074
Si 30.956 -3.661 0.476
Si 19.179 0.059 2.099
Si 21.956 2.902 2.139
Si 19.187 5.584 2.129
Si 21.791 -7.879 2.569
Si 19.174 -5.406 2.327
Si 21.888 -2.569 2.358
Si 24.553 0.187 2.164
Si 27.217 2.892 2.311
Si 24.598 5.68 2.121
Si 27.243 -8.005 2.366
Si 24.577 -5.252 2.377
Si 27.278 -2.551 2.086
Si 29.977 0.129 2.152
Si 32.693 2.748 2.095
Si 29.909 5.526 2.215
Si 32.692 -8.155 2.017
Si 29.986 -5.193 2.056
Si 32.703 -2.552 1.673
Si 17.883 1.48 3.457
Si 20.554 4.223 3.476
Si 17.943 6.854 3.677
Si 20.436 -6.604 3.876
Si 17.767 -3.946 3.476
Si 20.448 -1.245 3.597
Si 23.234 1.531 3.573
Si 25.88 4.305 3.604
Si 23.233 6.933 3.592
Si 25.855 -6.697 3.687
Si 23.271 -3.866 3.711
Si 25.934 -1.201 3.477
Si 28.619 1.47 3.525
Si 31.316 4.121 3.455
Si 28.645 6.93 3.608
Si 31.332 -6.685 3.32
Si 28.632 -3.904 3.492
Si 31.401 -1.298 3.329
Si 16.473 0.12 4.793
Si 19.211 2.839 4.84
Si 16.447 5.481 4.843
Si 19.172 -8.092 5.106
Si 16.431 -5.327 4.822
Si 19.106 -2.625 4.907
Si 21.851 0.147 4.898
Si 24.574 2.876 4.951
Si 21.882 5.544 4.913
Si 24.538 -8.064 5.02
Si 21.89 -5.233 5.056
Si 24.647 -2.512 4.968
Si 27.281 0.117 4.878
Si 29.987 2.807 4.868
Si 27.28 5.587 4.962
Si 30.039 -7.996 4.829
Si 27.306 -5.298 4.887
Si 30.032 -2.58 4.805
Si 17.778 -1.258 11.597
Si 20.504 1.434 11.696
Si 17.733 4.154 11.602
Si 20.501 -9.418 11.734
Si 17.763 -6.717 11.621
Si 20.529 -3.954 11.681
Si 23.209 -1.268 11.722
Si 25.927 1.415 11.67
Si 23.186 4.18 11.758
Si 25.962 -9.4 11.741
Si 23.276 -6.661 11.771
Si 25.958 -3.974 11.68
Si 28.647 -1.296 11.63
Si 31.437 1.47 11.597
Si 28.702 4.187 11.65
Si 31.411 -9.489 11.556
Si 28.658 -6.71 11.635
Si 31.399 -3.999 11.549
Si 19.104 0.099 13.026
Si 21.871 2.733 13.106
Si 19.074 5.493 12.985
Si 21.913 -8.058 13.101
Si 19.183 -5.371 12.969
Si 21.835 -2.592 13.118
Si 24.575 0.077 13.08
Si 27.331 2.778 12.938
Si 24.545 5.588 13.086
Si 27.319 -8.01 13.091
Si 24.69 -5.31 13.141
Si 27.269 -2.608 13.05
Si 30.059 0.082 12.873
Si 32.816 2.765 13.029
Si 30.086 5.542 13.008
Si 32.783 -8.157 12.884
Si 30.023 -5.317 12.917
Si 32.816 -2.681 12.861
Si 17.666 1.428 14.329
Si 20.441 4.121 14.34
Si 17.595 -9.482 14.25
Si 20.517 -6.705 14.411
Si 17.776 -4.025 14.241
Si 20.397 -1.239 14.481
Si 23.242 1.35 14.532
Si 25.913 4.095 14.252
Si 23.322 -9.299 14.56
Si 26.075 -6.625 14.604
Si 23.308 -3.913 14.437
Si 25.929 -1.245 14.476
Si 28.706 1.401 14.257
Si 31.454 4.163 14.358
Si 28.731 -9.379 14.365
Si 31.407 -6.744 14.137
Si 28.666 -3.979 14.326
Si 31.466 -1.262 14.162
Si 16.189 -0.088 15.344
Si 18.949 2.822 15.747
Si 16.184 5.568 15.723
Si 18.968 -8.104 15.548
Si 16.36 -5.407 15.469
Si 18.986 -2.675 15.74
Si 21.786 0.019 15.957
Si 24.784 2.703 15.784
Si 21.869 5.525 15.644
Si 24.769 -7.958 16.093
Si 21.984 -5.347 15.733
Si 24.587 -2.537 15.947
Si 27.423 0.071 15.725
Si 30.108 2.705 15.586
Si 27.329 5.422 15.482
Si 30.089 -7.904 15.658
Si 27.53 -5.232 15.973
Si 30.112 -2.596 15.472
Si 17.125 -1.661 16.816
Si 20.713 1.862 17.027
Si 17.788 4.429 17.029
Si 20.087 -9.743 16.726
Si 17.351 -7.033 16.87
Si 20.673 -3.843 16.896
Si 22.847 -1.585 17.343
Si 26.442 1.655 17.156
Si 23.082 3.842 16.863
Si 26.387 -9.541 17.094
Si 23.571 -6.148 17.38
Si 25.942 -3.988 17.228
Si 29.072 -1.094 16.919
Si 31.183 1.175 16.997
Si 28.533 3.905 16.764
Si 31.557 -9.078 16.991
Si 29.354 -6.235 17.232
Si 31.482 -4.049 16.617
Si 19.641 3.948 -5.678
Si 26.719 4.553 -3.383
Si 16.783 5.095 -5.386
Si 24.851 -2.252 -1.004
Si 29.73 -3.81 21.123
Si 26.48 0.526 20.115
Si 37.403 1.675 -3.6
Si 19.368 -2.658 -1.135
Si 23.384 -2.13 -3.553
Si 29.115 6.244 18.546
Si 26.286 1.481 -3.626
Si 36.946 6.3 -2.2
Si 17.911 -3.584 20.887
Si 34.367 -6.301 -2.419
Si 23.291 -5.088 20.22
Si 37.991 -8.007 -6.547
Si 29.515 7.65 -6.037
Si 33.07 2.251 19.151
Si 21.464 6.44 19.171
Si 29.13 6.442 -3.349
Si 19.232 -5.713 19.009
Si 25.628 6.988 -2.048
Si 26.217 -6.704 -2.966
Si 31.608 -5.749 -1.51
Si 22.123 5.282 -6.284
Si 25.676 -6.899 20.592
Si 20.172 -7.91 20.824
Si 31.981 2.528 -5.886
Si 22.971 -1.947 20.319
Si 34.326 -1.832 -4.468
Si 21.707 3.468 19.264
Si 32.578 7.436 -6.538
Si 34.158 -0.553 19.49
Si 23.787 -0.989 -6.35
Si 22.222 -4.434 -4.69
Si 36.418 -7.792 -3.975
Si 26.972 0.027 -1.11
Si 30.15 1.579 -3.839
Si 19.682 3.343 -1.107
Si 31.555 5.818 -1.888
Si 30.065 3.11 -1.323
Si 27.533 -2.354 19.383
Si 23.579 1.632 -4.702
Si 25.164 -5.456 -5.516
Si 20.801 -0.837 -2.903
Si 28.917 -7.244 -1.742
Si 32.945 0.723 -3.693
Si 35.873 -1.494 -6.848
Si 24.649 6.845 19.416
Si 21.447 7.88 -2.99
Si 23.715 -7.456 -1.512
Si 28.136 0.623 -5.849
Si 28.841 -6.709 20.321
Si 24.872 4.33 -5.796
Si 33.88 -0.763 0.433
Si 36.812 1.145 0.6
Si 33.742 4.268 0.665
Si 36.875 6.705 0.635
Si 33.706 -6.738 0.453
Si 36.694 -4.044 0.511
Si 39.075 -1.011 0.468
Si 41.593 1.398 0.078
Si 39.13 4.417 0.536
Si 41.984 6.571 0.336
Si 38.878 -6.337 0.473
Si 42.082 -4.299 0.439
Si 45.097 -1.484 0.363
Si 47.667 1.144 0.426
Si 44.381 4.583 0.42
Si 47.497 6.656 0.38
Si 44.324 -6.456 0.311
Si 47.246 -3.722 0.304
Si 35.338 0.092 2.051
Si 38.017 2.765 1.778
Si 35.319 5.491 1.9
Si 37.935 -7.973 1.875
Si 35.133 -5.31 1.765
Si 37.961 -2.597 1.826
Si 40.628 0.104 1.783
Si 43.154 2.815 1.437
Si 40.662 5.49 1.905
Si 43.198 -8.084 1.592
Si 40.582 -5.402 1.822
Si 43.356 -2.626 1.546
Si 46.13 0.026 1.783
Si 48.834 2.786 1.549
Si 45.966 5.591 1.795
Si 48.772 -8.095 1.546
Si 46.028 -5.351 1.534
Si 48.78 -2.632 1.648
Si 34.052 1.442 3.447
Si 36.697 4.117 3.22
Si 34.022 6.815 3.367
Si 36.521 -6.668 3.201
Si 33.916 -3.934 3.207
Si 36.666 -1.328 3.313
Si 39.347 1.448 3.2
Si 42.032 4.071 3.126
Si 39.333 6.943 3.197
Si 41.947 -6.792 3.117
Si 39.318 -3.967 3.175
Si 42.051 -1.301 3.015
Si 44.618 1.463 2.883
Si 47.394 4.095 2.952
Si 44.631 6.985 3.065
Si 47.402 -6.726 2.89
Si 44.714 -3.992 2.967
Si 47.49 -1.319 3.108
Si 32.694 0.057 4.759
Si 35.419 2.82 4.721
Si 32.679 5.499 4.773
Si 35.336 -8.076 4.678
Si 32.666 -5.318 4.682
Si 35.312 -2.675 4.657
Si 38.043 0.072 4.609
Si 40.715 2.773 4.564
Si 38.032 5.522 4.568
Si 40.694 -8.101 4.585
Si 37.966 -5.345 4.546
Si 40.732 -2.626 4.479
Si 43.395 0.079 4.368
Si 46.038 2.748 4.303
Si 43.389 5.503 4.428
Si 46.086 -8.041 4.358
Si 43.383 -5.372 4.373
Si 46.09 -2.692 4.388
Si 34.146 -1.295 11.527
Si 36.841 1.388 11.546
Si 34.108 4.099 11.564
Si 36.809 -9.525 11.523
Si 34.12 -6.793 11.5
Si 36.866 -4.014 11.483
Si 39.54 -1.262 11.443
Si 42.237 1.438 11.429
Si 39.521 4.105 11.473
Si 42.193 -9.509 11.333
Si 39.547 -6.769 11.42
Si 42.256 -4.034 11.31
Si 44.946 -1.296 11.262
Si 47.651 1.38 11.131
Si 44.921 4.099 11.258
Si 47.624 -9.55 11.093
Si 44.865 -6.768 11.142
Si 47.618 -3.998 11.036
Si 35.478 0.04 12.941
Si 38.225 2.73 12.903
Si 35.444 5.442 12.931
Si 38.211 -8.153 12.811
Si 35.545 -5.469 12.785
Si 38.182 -2.575 12.838
Si 40.917 0.066 12.839
Si 43.622 2.821 12.772
Si 40.897 5.468 12.807
Si 43.601 -8.138 12.6
Si 41.001 -5.439 12.718
Si 43.619 -2.657 12.664
Si 46.347 0.069 12.586
Si 49.041 2.735 12.449
Si 46.327 5.436 12.569
Si 49.076 -8.145 12.256
Si 46.235 -5.336 12.366
Si 49.026 -2.665 12.366
Si 34.158 1.339 14.424
Si 36.786 4.018 14.26
Si 34.087 -9.517 14.327
Si 36.857 -6.836 14.186
Si 34.193 -4.14 14.108
Si 36.792 -1.299 14.356
Si 39.599 1.388 14.31
Si 42.3 4.21 14.233
Si 39.54 -9.511 14.196
Si 42.359 -6.844 14.118
Si 39.685 -3.965 13.96
Si 42.387 -1.257 14.134
Si 45.071 1.447 14.053
Si 47.745 4.071 13.874
Si 44.981 -9.491 13.925
Si 47.642 -6.772 13.482
Si 45 -4.072 13.939
Si 47.784 -1.315 13.839
Si 32.752 -0.071 15.718
Si 35.497 2.701 15.828
Si 32.72 5.507 15.829
Si 35.507 -8.174 15.657
Si 32.844 -5.485 15.437
Si 35.415 -2.864 15.594
Si 38.139 0.124 15.76
Si 41.079 2.715 15.65
Si 38.152 5.428 15.517
Si 40.949 -8.187 15.548
Si 38.325 -5.353 15.217
Si 41.08 -2.707 15.415
Si 43.842 0.044 15.531
Si 46.41 2.855 15.441
Si 43.668 5.729 15.549
Si 46.489 -8.095 14.989
Si 43.855 -5.542 15.443
Si 46.456 -2.703 15.179
Si 33.677 -1.945 16.864
Si 37.105 1.74 17.375
Si 34.307 4.281 17.097
Si 36.576 -9.845 16.947
Si 33.893 -6.993 16.908
Si 37.18 -3.983 16.698
Si 39.383 -1.626 16.622
Si 42.867 1.681 16.95
Si 39.385 3.888 16.751
Si 42.396 -9.169 17.15
Si 39.928 -6.365 16.54
Si 42.322 -4.296 16.691
Si 45.504 -1.219 16.727
Si 47.556 1.205 16.708
Si 44.865 4.153 16.771
Si 48.169 -9.312 15.983
Si 45.613 -6.725 16.663
Si 47.626 -4.362 16.325
Si 36.539 3.664 -5.844
Si 41.474 6.091 -4.737
Si 33.79 4.9 -5.259
Si 40.798 -2.561 -1.7
Si 45.165 -5.678 20.637
Si 43.02 0.91 19.989
Si 53.005 -0.354 -2.423
Si 36.036 -3.585 -2.425
Si 43.154 -2.536 -3.401
Si 43.716 6.566 21.118
Si 41.964 -0.347 -5.254
Si 52.856 6.213 -2.668
Si 38.252 -3.402 -6.622
Si 52.496 -4.082 -5.101
Si 38.581 -5.262 18.814
Si 51.269 -5.19 18.342
Si 47.649 4.182 -6.641
Si 48.811 3.377 18.602
Si 40.096 -6.47 20.975
Si 43.428 -7.937 -5.019
Si 34.628 -6.392 19.807
Si 40.116 6.722 -2.284
Si 42.81 -5.302 -4.665
Si 48.615 -5.457 -1.767
Si 39.041 4.423 20.999
Si 42.615 -7.455 19.714
Si 38.128 6.954 19.611
Si 44.769 -1.382 21.017
Si 39.392 -2.397 19.306
Si 49.715 -4.322 -4.439
Si 36.946 2.465 20.462
Si 52.42 1.128 -6.084
Si 50.538 1.929 20.283
Si 36.532 -1.955 20.608
Si 38.973 -4.037 -3.64
Si 55.07 -5.688 -5.192
Si 43.949 0.557 -1.692
Si 45.908 2.875 -1.531
Si 34.275 4.826 -2.204
Si 46.114 7.274 -4.212
Si 45.244 -0.743 -3.835
Si 44.287 -3.257 18.929
Si 40.167 1.83 -4.656
Si 40.518 -6.523 -6.54
Si 35.241 0.677 -1.814
Si 46.33 -7.61 -1.641
Si 48.101 0.194 -4.179
Si 49.398 -2.876 18.532
Si 40.577 5.67 19.037
Si 39.626 2.835 -1.963
Si 39.066 -6.881 -2.587
Si 44.472 -0.196 -6.691
Si 45.968 -8.137 19.52
Si 38.939 5.401 -6.471
Si 49.821 -1.135 0.156
Si 53.172 0.905 0.147
Si 49.75 4.446 0.102
Si 52.45 7.011 0.264
Si 50.39 -6.955 0.233
Si 53.082 -4.44 0.213
Si 55.554 -1.191 0.214
Si 57.933 1.494 0.168
Si 55.799 3.76 0.249
Si 58.457 6.4 0.002
Si 55.225 -6.823 0.061
Si 58.574 11.802 -0.013
Si 61.086 -1.71 0.127
Si 63.984 1.08 -0.115
Si 60.713 4.25 0.035
Si 63.801 6.347 -0.204
Si 61.037 9.871 -0.042
Si 63.36 12.531 0.022
Si 51.519 -0.099 1.463
Si 54.138 2.661 1.435
Si 51.329 5.459 1.545
Si 54.162 -8.292 1.501
Si 51.51 -5.453 1.596
Si 54.277 -2.787 1.39
Si 56.963 -0.039 1.609
Si 59.603 2.655 1.334
Si 56.989 5.336 1.496
Si 59.751 8.117 1.09
Si 56.981 10.637 1.256
Si 59.597 -2.902 1.428
Si 62.358 -0.043 1.215
Si 65.019 2.667 1.294
Si 62.306 5.362 1.303
Si 64.854 7.952 1.254
Si 62.349 10.989 1.496
Si 65.091 -2.666 1.126
Si 50.25 1.397 2.848
Si 52.817 4.077 2.777
Si 50.079 6.845 2.959
Si 52.905 -6.845 2.897
Si 50.154 -4.062 2.905
Si 52.888 -1.47 2.809
Si 55.53 1.334 2.86
Si 58.348 3.992 2.819
Si 55.603 6.713 2.787
Si 58.381 9.361 2.625
Si 55.699 12.138 2.667
Si 58.361 -1.449 2.797
Si 61.037 1.308 2.625
Si 63.666 4.003 2.651
Si 61.04 6.82 2.612
Si 63.695 9.465 2.64
Si 60.98 12.223 2.876
Si 63.749 -1.359 2.596
Si 48.896 0.084 4.304
Si 51.565 2.73 4.232
Si 48.759 5.459 4.31
Si 51.532 -8.168 4.265
Si 48.796 -5.414 4.264
Si 51.558 -2.749 4.241
Si 54.221 -0.07 4.178
Si 56.959 2.67 4.169
Si 54.24 5.388 4.143
Si 57.019 8.086 4.073
Si 54.337 10.858 4.134
Si 56.986 -2.811 4.106
Si 59.745 -0.051 4.065
Si 62.363 2.656 4.032
Si 59.738 5.428 4.041
Si 62.376 8.135 4.029
Si 59.649 10.76 4.091
Si 62.436 -2.699 4.059
Si 50.377 -1.307 11.035
Si 53.038 1.332 10.961
Si 50.338 4.092 11.023
Si 53.139 -9.543 10.892
Si 50.359 -6.758 10.908
Si 53.038 -4.086 10.914
Si 55.767 -1.354 10.88
Si 58.434 1.333 10.87
Si 55.784 4.049 10.945
Si 58.49 6.772 10.863
Si 55.786 9.515 10.885
Si 58.486 -4.13 10.891
Si 61.153 -1.429 10.837
Si 63.883 1.329 10.771
Si 61.189 4.058 10.815
Si 63.888 6.776 10.772
Si 61.18 9.493 10.867
Si 63.883 -4.073 10.804
Si 51.751 0.026 12.438
Si 54.458 2.626 12.289
Si 51.842 5.403 12.253
Si 54.459 -8.147 12.25
Si 51.718 -5.445 12.293
Si 54.391 -2.684 12.204
Si 57.134 -0.045 12.276
Si 59.797 2.738 12.159
Si 57.161 5.454 12.267
Si 59.855 8.1 12.244
Si 57.188 10.802 12.262
Si 59.829 -2.778 12.268
Si 62.532 -0.049 12.12
Si 65.279 2.699 12.08
Si 62.559 5.411 12.167
Si 65.324 8.107 12.068
Si 62.538 10.903 12.185
Si 65.279 -2.725 12.154
Si 50.443 1.447 13.836
Si 53.148 3.99 13.643
Si 50.608 -9.417 13.522
Si 53.09 -6.822 13.615
Si 50.387 -4.062 13.639
Si 53.153 -1.385 13.735
Si 55.788 1.258 13.69
Si 58.544 4.109 13.617
Si 55.864 -9.426 13.622
Si 58.552 9.428 13.685
Si 55.773 -4.068 13.433
Si 58.467 -1.424 13.643
Si 61.103 1.285 13.415
Si 63.926 4.018 13.47
Si 61.243 6.748 13.593
Si 64.008 9.534 13.385
Si 61.191 -4.118 13.657
Si 63.922 -1.32 13.521
Si 49.079 0.116 15.22
Si 51.925 2.705 15.22
Si 49.362 5.484 14.792
Si 51.855 -8.144 15.104
Si 48.981 -5.486 14.803
Si 51.693 -2.723 15.032
Si 54.616 -0.164 15.205
Si 57.116 2.735 14.904
Si 54.497 5.466 14.82
Si 57.187 -8.169 15.169
Si 54.44 -5.37 14.783
Si 57.092 -2.861 14.905
Si 59.781 0.026 14.931
Si 62.483 2.632 14.692
Si 59.92 5.449 15.073
Si 62.754 8.134 14.732
Si 59.947 10.732 15.077
Si 62.566 -2.671 14.921
Si 50.694 -1.08 16.393
Si 53.079 1.005 16.499
Si 50.791 4.454 16.312
Si 53.081 -9.794 16.318
Si 50.062 -7.015 16.142
Si 53.205 -4.013 16.227
Si 55.599 -1.991 16.522
Si 58.586 1.592 16.271
Si 56.067 4.408 16.138
Si 58.376 -9.791 16.525
Si 55.891 -6.458 16.202
Si 58.203 -4.439 16.183
Si 61.432 -1.013 16.201
Si 63.586 1.254 16.197
Si 60.986 3.646 16.154
Si 64.267 6.919 16.024
Si 61.495 9.313 16.275
Si 64.257 -3.852 16.04
Si 49.807 2.63 -5.219
Si 56.284 1.525 -6.347
Si 47.165 4.631 -3.672
Si 56.654 -3.001 -2.019
Si -59.827 -2.963 -3.415
Si 57.71 1.721 19.266
Si -61.618 7.587 -3.456
Si 53.644 -3.245 -2.3
Si 55.155 -5.143 21.029
Si 63.061 5.894 18.795
Si 59.596 0.384 -4.884
Si -59.783 -8.129 -5.724
Si 51.556 -1.601 -6.888
Si 61.075 -4.055 20.544
Si 56.849 5.721 20.983
Si 64.864 7.787 20.562
Si 62.532 4.219 -6.923
Si 67.801 2.358 18.357
Si 56.836 -7.63 20.339
Si 64.174 -7.228 -4.508
Si 46.847 5.617 18.403
Si 60.015 5.877 -4.134
Si 64.581 4.263 -4.746
Si 63.639 -6.102 -1.779
Si 55.157 4.319 -2.646
Si 59.729 -6.906 20.745
Si 53.283 2.006 19.31
Si 62.887 3.027 18.491
Si 55.95 -2.574 19.567
Si -59.284 -5.328 -6.697
Si 57.326 -0.946 -6.718
Si 67.631 4.952 -4.503
Si 62.948 0.837 20.618
Si 52.735 -6.765 20.364
Si 57.207 -3.341 -4.957
Si 67.298 -6.585 -4.926
Si 59.72 0.115 -1.828
Si 64.782 -0.628 -6.436
Si 50.235 4.599 -2.952
Si 60.742 3.062 -4.548
Si 61.942 2.283 -1.959
Si 60.162 -3.037 17.963
Si 54.696 1.525 -4.003
Si 54.635 -8.079 18.383
Si 50.271 -1.509 -2.881
Si 62.987 6.471 -3.249
Si -62.352 -3.538 -4.969
Si 66.02 1.038 20.346
Si 60.414 7.409 18.454
Si 57.244 6.449 -2.838
Si 54.923 -7.885 -2.956
Si 57.973 -0.865 21.096
Si 62.507 -4.841 18.098
Si 55.375 3.852 19.057
Si 66.274 -1.045 -0.16
Si 69.266 1.213 -0.23
Si 66.087 4.183 -0.117
Si 68.686 7.356 -0.412
Si 66.164 9.234 -0.096
Si 69.048 11.939 -0.152
Si 71.442 -1.033 -0.069
Si 74.181 1.571 -0.118
Si 71.974 3.773 -0.318
Si -55.879 6.502 -0.367
Si 71.558 9.999 -0.263
Si -56.073 -4.182 -0.085
Si -53.19 -1.417 -0.381
Si -50.509 1.393 -0.237
Si -53.716 4.166 -0.428
Si -50.833 6.849 -0.852
Si -53.826 -6.413 -0.281
Si -50.964 -3.655 -0.486
Si 67.747 0.11 1.207
Si 70.433 2.741 1.1
Si 67.752 5.511 0.918
Si 70.412 8.265 0.931
Si 67.521 10.791 1.15
Si 70.284 -2.724 1.084
Si 73.012 0.085 1.233
Si -54.742 2.706 1.066
Si -57.479 5.427 0.96
Si -54.793 -8.157 0.92
Si -57.532 -5.351 1.272
Si -54.781 -2.543 0.956
Si -51.924 0.011 0.977
Si -49.091 2.771 0.931
Si -51.954 5.359 0.644
Si -49.409 -8.108 0.536
Si -52.04 -5.333 0.807
Si -49.155 -2.703 0.659
Si 66.442 1.408 2.634
Si 69.093 4.173 2.373
Si 66.408 6.711 2.505
Si 69.059 9.525 2.443
Si 66.358 12.253 2.536
Si 69.05 -1.343 2.522
Si 71.74 1.451 2.578
Si -56.065 4.128 2.384
Si -58.807 6.837 2.301
Si -56.1 -6.834 2.393
Si -58.859 -3.961 2.535
Si -56.071 -1.274 2.421
Si -53.285 1.37 2.318
Si -50.56 4.132 2.132
Si -53.259 6.79 2.12
Si -50.614 -6.755 2.052
Si -53.354 -3.991 2.245
Si -50.461 -1.385 2.175
Si 65.11 -0.009 3.971
Si 67.835 2.8 3.875
Si 65.103 5.371 3.937
Si 67.777 8.124 3.844
Si 65.089 10.855 3.939
Si 67.747 -2.727 3.899
Si 70.448 0.005 3.883
Si -57.355 2.781 3.82
Si -60.078 5.478 3.756
Si -57.416 -8.193 3.735
Si -60.146 -5.426 3.835
Si -57.374 -2.663 3.802
Si -54.622 0.033 3.714
Si -51.86 2.757 3.556
Si -54.598 5.487 3.612
Si -51.894 -8.15 3.469
Si -54.648 -5.422 3.632
Si -51.86 -2.721 3.555
Si 66.643 -1.385 10.77
Si 69.357 1.35 10.668
Si 66.617 4.061 10.697
Si 69.362 6.827 10.663
Si 66.651 9.487 10.71
Si 69.367 -4.061 10.694
Si 72.074 -1.393 10.618
Si -55.8 1.338 10.519
Si -58.455 4.048 10.605
Si -55.781 -9.536 10.448
Si -58.517 -6.794 10.613
Si -55.821 -4.091 10.571
Si -53.089 -1.407 10.404
Si -50.336 1.329 10.27
Si -53.058 4.053 10.347
Si -50.356 -9.539 10.259
Si -53.1 -6.813 10.358
Si -50.34 -4.089 10.244
Si 68.031 0.009 12.079
Si 70.833 2.622 11.995
Si 68.03 5.427 11.983
Si 70.739 8.182 12.045
Si 68.043 10.855 12.03
Si 70.769 -2.723 12.068
Si 73.462 -0.046 11.961
Si -54.408 2.748 11.78
Si -57.071 5.45 11.897
Si -54.403 -8.193 11.774
Si -57.178 -5.441 11.994
Si -54.415 -2.722 11.898
Si -51.675 -0.033 11.667
Si -48.932 2.681 11.597
Si -51.656 5.398 11.658
Si -48.971 -8.194 11.599
Si -51.724 -5.4 11.625
Si -48.937 -2.737 11.559
Si 66.659 1.365 13.433
Si 69.484 4.06 13.218
Si 66.676 6.708 13.412
Si 69.399 9.555 13.452
Si 66.715 -4.134 13.408
Si 69.498 -1.262 13.424
Si 72.19 1.255 13.457
Si -55.678 4.116 13.252
Si 72.166 6.789 13.313
Si -55.752 -6.877 13.204
Si 72.049 -4.123 13.513
Si 74.821 -1.368 13.362
Si -53.027 1.341 13.034
Si -50.236 4.063 12.985
Si -53.002 -9.595 13.052
Si -50.351 -6.767 12.891
Si -52.998 -4.12 13.158
Si -50.287 -1.415 12.982
Si 65.256 0.146 14.893
Si 68.19 2.699 14.577
Si 65.371 5.274 14.821
Si 68.055 8.127 14.713
Si 65.367 10.82 14.801
Si 68.065 -2.634 14.607
Si 70.877 -0.069 15.022
Si 73.607 2.718 14.669
Si 70.862 5.357 14.61
Si 73.512 8.115 14.706
Si 70.608 10.881 15.019
Si 73.532 -2.768 14.819
Si 76.253 0.08 14.578
Si -51.581 2.68 14.287
Si -54.257 5.451 14.612
Si -51.616 -8.181 14.265
Si -54.319 -5.553 14.501
Si -51.6 -2.735 14.462
Si 66.452 -1.552 15.898
Si 69.68 1.691 16.081
Si 67.113 4.174 15.993
Si 69.261 6.483 15.842
Si 66.459 9.173 16.083
Si 69.355 -3.669 16.244
Si 71.975 -1.831 16.364
Si 75.337 1.787 15.986
Si 72.014 3.815 15.987
Si 75.115 6.96 16.034
Si 72.408 9.699 16.085
Si 74.758 -4.457 15.936
Si 77.888 -1.083 15.76
Si -50.452 1.113 15.582
Si -52.876 3.919 15.778
Si -49.951 -9.19 15.53
Si -53.17 -7.201 15.719
Si -49.914 -3.905 15.601
Si -60.514 4.252 -5.894
Si -58.025 1.365 -4.176
Si 65.745 1.527 -4.618
Si -57.699 -1.139 -2.733
Si -50.418 -6.975 20.268
Si -55.031 1.276 18.951
Si -43.294 0.804 -5.251
Si 68.108 -2.498 -2.3
Si -60.729 -1.898 20.221
Si -50.881 5.397 17.827
Si -55.139 1.614 -4.976
Si -46.257 -8.027 -2.988
Si 66.062 -3.374 20.951
Si -49.972 -5.448 -2.512
Si -58.009 -6.65 19.122
Si -47.867 7.777 20.396
Si -58.909 7.194 20.126
Si -48.145 3.879 18.619
Si -61.355 6.803 18.773
Si -54.566 7.217 21.14
Si 67.581 -2.431 18.372
Si -56.62 6.425 -3.399
Si -59.161 -4.337 20.505
Si -51.181 -6.4 -4.989
Si -61.619 4.156 20.562
Si -55.283 -6.401 20.247
Si 67.09 -7.41 18.91
Si -49.981 4.11 -5.665
Si -54.075 -4.201 18.61
Si -45.422 -4.011 -6.157
Si -57.045 5.371 18.328
Si -45.761 6.488 -5.628
Si -45.088 0.467 20.359
Si -57.935 -1.853 19.447
Si -57.69 -4.935 -2.443
Si -51.745 6.573 20.631
Si -55.009 -0.137 -2.461
Si -50.917 1.299 -4.616
Si -58.872 4.241 -3.302
Si -48.844 0.222 -2.695
Si -52.082 2.977 -2.385
Si -53.501 -1.49 18.739
Si -59.24 -0.304 -6.233
Si -56.66 -5.086 -5.363
Si 67.488 2.577 -2.466
Si -49.745 4.956 -2.87
Si -52.474 2.372 20.013
Si -51.175 -0.268 20.088
Si -56.234 4.745 21.097
Si -52.23 -7.384 -2.435
Si -56.783 -8.132 -5.671
Si -56.546 0.173 21.14
Si -51.544 -5.444 17.738
Si -55.332 4.663 -5.547
Si -47.551 -1.686 -0.814
Si -44.7 1.05 -0.714
Si -47.796 3.937 -0.653
Si -44.775 6.85 -0.823
Si -47.963 -6.945 -0.922
Si -45.349 -3.994 -0.75
Si -42.416 -1.169 -0.622
Si -39.624 1.609 -0.455
Si -41.732 3.859 -0.539
Si -39.366 6.669 -0.322
Si -41.582 -7.479 -0.726
Si -39.233 11.905 -0.922
Si -36.614 -1.504 -0.989
Si -33.757 0.988 -0.669
Si -37.197 4.464 -0.715
Si -33.614 6.434 -0.722
Si -36.988 9.683 -0.762
Si -34.278 -3.67 -0.907
Si -46.374 -0.075 0.543
Si -43.596 2.776 0.498
Si -46.457 5.597 0.424
Si -43.372 -8.316 0.627
Si -46.441 -5.658 0.503
Si -43.642 -2.855 0.504
Si -40.832 -0.04 0.691
Si -38.105 2.842 0.773
Si -40.741 5.323 0.966
Si -38.005 8.189 0.757
Si -40.748 10.714 0.48
Si -38.128 -2.75 0.382
Si -35.435 -0.073 0.543
Si -32.748 2.606 0.773
Si -35.399 5.452 0.524
Si -32.535 -8.187 0.517
Si -35.341 -5.391 0.401
Si -32.668 -2.698 0.558
Si -47.669 1.284 2.042
Si -45.042 4.139 1.825
Si -47.865 6.873 1.857
Si -44.91 -6.891 1.846
Si -47.794 -4.214 1.927
Si -44.996 -1.459 1.921
Si -42.256 1.376 1.965
Si -39.392 4.03 2.285
Si -42.199 6.697 2.14
Si -39.443 9.512 2.032
Si -42.212 12.096 1.809
Si -39.441 -1.453 1.903
Si -36.713 1.351 1.94
Si -34.125 4.045 1.993
Si -36.617 6.816 2.023
Si -33.957 -6.775 1.81
Si -36.732 -4.074 1.831
Si -34.033 -1.376 1.964
Si -49.064 -0.012 3.458
Si -46.302 2.722 3.299
Si -49.117 5.507 3.368
Si -46.372 -8.184 3.234
Si -49.152 -5.47 3.39
Si -46.384 -2.815 3.28
Si -43.626 -0.047 3.281
Si -40.88 2.641 3.432
Si -43.671 5.362 3.355
Si -40.821 8.137 3.383
Si -43.593 10.816 3.244
Si -40.855 -2.82 3.212
Si -38.098 -0.051 3.273
Si -35.4 2.677 3.383
Si -38.002 5.483 3.444
Si -35.266 -8.109 3.304
Si -38.062 -5.412 3.296
Si -35.386 -2.76 3.288
Si -47.623 -1.385 10.153
Si -44.915 1.318 10.127
Si -47.635 4.036 10.167
Si -44.919 -9.552 10.133
Si -47.606 -6.851 10.209
Si -44.862 -4.132 10.135
Si -42.197 -1.469 10.158
Si -39.446 1.31 10.088
Si -42.221 4.033 10.077
Si -39.495 6.801 10.07
Si -42.173 9.485 10.124
Si -39.486 -4.098 10.112
Si -36.753 -1.378 10.122
Si -33.994 1.413 10.147
Si -36.722 4.045 10.098
Si -33.994 -9.528 10.165
Si -36.756 -6.826 10.094
Si -34.004 -4.05 10.1
Si -46.256 -0.04 11.506
Si -43.553 2.682 11.475
Si -46.274 5.405 11.496
Si -43.538 -8.201 11.488
Si -46.172 -5.5 11.515
Si -43.503 -2.865 11.591
Si -40.782 -0.086 11.429
Si -38.105 2.696 11.446
Si -40.885 5.443 11.397
Si -38.118 8.122 11.457
Si -40.805 10.846 11.496
Si -38.13 -2.747 11.484
Si -35.404 0.053 11.429
Si -32.641 2.756 11.592
Si -35.337 5.366 11.48
Si -32.649 -8.155 11.548
Si -35.385 -5.427 11.393
Si -32.648 -2.693 11.489
Si -47.569 1.297 12.942
Si -44.915 4.055 12.851
Si -47.592 -9.591 12.939
Si -44.822 -6.852 12.923
Si -47.5 -4.104 12.832
Si -44.9 -1.421 12.835
Si -42.129 1.283 12.739
Si -39.517 4.097 12.706
Si -42.214 -9.576 12.854
Si -39.399 9.536 12.857
Si -42.148 -4.289 13.026
Si -39.476 -1.409 12.884
Si -36.764 1.355 12.852
Si -33.998 4.093 12.983
Si -36.766 6.688 12.747
Si -34.072 -6.75 12.787
Si -36.724 -4.116 12.778
Si -33.997 -1.248 12.755
Si -48.882 -0.082 14.322
Si -46.173 2.631 14.273
Si -48.878 5.357 14.408
Si -46.242 -8.15 14.24
Si -48.912 -5.406 14.134
Si -46.158 -2.808 14.27
Si -43.446 -0.097 14.093
Si -40.876 2.767 14.047
Si -43.641 5.465 14.256
Si -40.768 -8.214 14.116
Si -43.439 -5.79 14.526
Si -40.759 -2.817 14.293
Si -38.181 0.025 14.232
Si -35.391 2.687 14.281
Si -38.139 5.343 14.125
Si -35.409 8.09 14
Si -37.924 10.825 14.253
Si -35.44 -2.602 13.984
Si -47.727 -1.665 15.627
Si -44.514 1.45 15.452
Si -47.232 4.172 15.692
Si -45.209 -9.679 15.675
Si -47.798 -6.923 15.475
Si -44.565 -3.992 15.58
Si -42.408 -1.657 15.512
Si -39.38 1.678 15.433
Si -42.482 3.808 15.413
Si -39.298 -9.42 15.411
Si -42.157 -7.625 15.905
Si -39.377 -4.261 15.561
Si -36.532 -1.129 15.428
Si -34.285 1.079 15.608
Si -37.071 3.777 15.483
Si -33.883 7.098 15.444
Si -36.938 9.022 15.478
Si -33.915 -3.69 15.289
Si -49.997 1.826 18.481
Si -41.678 5.285 20.282
Si -46.439 2.191 -2.612
Si -40.514 -3.907 -3.809
Si -38.55 -6.061 19.985
Si -38.415 0.209 -2.961
Si -29.933 0.068 -5.747
Si -45.061 -5.445 -3.522
Si -34.865 -5.589 -5.27
Si -34.23 -6.612 19.615
Si -43.752 2.951 21.121
Si -27.246 5.278 -2.63
Si -45.339 -1.116 -6.623
Si -30.706 -6.065 -3.677
Si -40.699 -5.856 17.721
Si -31.653 6.382 20.753
Si -31.825 5.461 -4.924
Si -32.52 2.104 17.756
Si -45.429 7.025 18.774
Si -34.452 6.548 -3.735
Si -46.446 -5.174 17.776
Si -45.872 4.931 20.536
Si -38.73 7.966 -5.502
Si -32.983 -3.932 -3.771
Si -45.76 -0.444 17.702
Si -41.547 6.044 17.23
Si -45.51 -6.894 20.289
Si -36.292 3.45 20.579
Si -40.674 -0.146 17.466
Si -32.626 -6.795 -6.817
Si -44.43 -2.232 19.616
Si -36.905 5.084 18.253
Si -30.978 -0.509 18.268
Si -41.297 -1.058 -3.527
Si -47.232 -3.463 19.935
Si -30.551 7.902 -5.847
Si -39.443 -5.32 -6.229
Si -34.34 -0.052 -6.254
Si -42.909 5.328 -2.825
Si -34.043 1.615 -3.661
Si -36.125 3.894 -3.591
Si -38.344 -2.178 17.517
Si -38.135 2.401 -5.237
Si -41.792 -4.026 19.839
Si -44.742 3.631 -4.561
Si -36.383 -7.538 -3.666
Si -35.467 0.515 20.567
Si -33.706 -1.472 19.58
Si -39.046 3.78 19.86
Si -42.302 -6.468 -3.665
Si -41.592 7.244 -4.991
Si -38.838 -3.089 20.34
Si -35.623 7.716 17.751
Si -40.203 0.986 20.242
Si -31.406 -1.125 -0.647
Si -28.114 1.026 -0.552
Si -31.497 4.082 -0.454
Si -28.613 7.007 -0.5
Si -30.836 -7.102 -0.748
Si -28.056 -4.317 -0.648
Si -25.912 -1.238 -0.552
Si -23.28 1.595 -0.714
Si -25.466 3.871 -0.558
Si -22.747 6.327 -0.816
Si -25.902 -6.619 -0.437
Si -22.848 -4.26 -0.449
Si -20.144 -1.289 -0.518
Si -17.238 0.935 -0.34
Si -20.332 4.251 -0.564
Si -17.141 6.481 -0.242
Si -20.534 -6.509 -0.501
Si -17.061 12.02 -0.256
Si -29.826 -0.019 0.678
Si -27.059 2.686 0.715
Si -29.837 5.353 0.652
Si -27.1 -8.161 0.839
Si -29.806 -5.418 0.55
Si -27.063 -2.768 0.786
Si -24.326 -0.016 0.682
Si -21.6 2.655 0.64
Si -24.306 5.416 0.723
Si -21.676 -8.268 0.563
Si -24.388 -5.425 0.863
Si -21.543 -2.724 0.754
Si -18.89 -0.03 0.993
Si -16.189 2.623 0.964
Si -18.852 5.358 0.892
Si -16.059 8.052 1.072
Si -18.807 10.811 0.812
Si -16.113 -2.704 1.099
Si -31.225 1.331 2.037
Si -28.474 4.038 2.03
Si -31.229 6.77 1.977
Si -28.514 -6.746 2.073
Si -31.264 -4.092 1.883
Si -28.525 -1.417 2.054
Si -25.717 1.318 2.085
Si -22.964 4.022 2.074
Si -25.707 6.762 2.081
Si -23.009 -6.908 2.052
Si -25.735 -4.068 2.194
Si -22.968 -1.36 2.071
Si -20.319 1.372 2.178
Si -17.582 3.967 2.31
Si -20.295 6.789 2.089
Si -17.529 9.452 2.273
Si -20.207 12.212 2.15
Si -17.567 -1.396 2.376
Si -32.632 -0.036 3.34
Si -29.878 2.712 3.382
Si -32.659 5.419 3.3
Si -29.896 -8.162 3.369
Si -32.617 -5.455 3.257
Si -29.935 -2.764 3.35
Si -27.153 -0.027 3.401
Si -24.39 2.706 3.447
Si -27.128 5.412 3.397
Si -24.394 -8.191 3.46
Si -27.16 -5.428 3.467
Si -24.363 -2.686 3.47
Si -21.691 -0.006 3.506
Si -18.994 2.671 3.625
Si -21.662 5.418 3.46
Si -18.96 8.097 3.551
Si -21.649 10.815 3.426
Si -18.959 -2.784 3.644
Si -31.28 -1.309 10.179
Si -28.599 1.42 10.265
Si -31.296 4.116 10.212
Si -28.593 -9.483 10.248
Si -31.306 -6.815 10.15
Si -28.577 -4.041 10.198
Si -25.948 -1.331 10.203
Si -23.224 1.396 10.226
Si -25.917 4.128 10.268
Si -23.209 -9.471 10.337
Si -25.883 -6.772 10.274
Si -23.243 -4.097 10.237
Si -20.558 -1.398 10.219
Si -17.798 1.346 10.312
Si -20.506 4.134 10.332
Si -17.806 6.713 10.438
Si -20.545 9.442 10.292
Si -17.783 -4.195 10.311
Si -29.966 0.058 11.618
Si -27.275 2.814 11.666
Si -29.962 5.482 11.606
Si -27.276 -8.085 11.638
Si -29.967 -5.425 11.483
Si -27.255 -2.679 11.619
Si -24.635 0.073 11.538
Si -21.924 2.79 11.6
Si -24.612 5.512 11.658
Si -21.87 -8.142 11.776
Si -24.53 -5.432 11.68
Si -21.934 -2.72 11.584
Si -19.239 -0.013 11.528
Si -16.506 2.649 11.771
Si -19.226 5.441 11.835
Si -16.464 8.071 11.789
Si -19.202 10.787 11.607
Si -16.422 -2.866 11.65
Si -31.26 1.476 13.03
Si -28.623 4.202 13.065
Si -31.294 -9.474 12.991
Si -28.661 -6.681 12.958
Si -31.316 -4.106 12.843
Si -28.64 -1.328 12.99
Si -25.887 1.456 12.987
Si -23.238 4.179 13.007
Si -25.943 -9.417 13.042
Si -23.153 -6.705 13.157
Si -25.884 -4.041 12.998
Si -23.34 -1.316 12.866
Si -20.598 1.363 12.866
Si -17.893 3.975 13.116
Si -20.571 -9.464 13.255
Si -17.945 9.409 13.022
Si -20.581 -4.149 12.871
Si -17.912 -1.481 12.739
Si -32.666 0.059 14.244
Si -29.901 2.821 14.51
Si -32.613 5.456 14.387
Si -30.008 -8.002 14.365
Si -32.752 -5.388 14.195
Si -29.991 -2.808 14.283
Si -27.243 0.07 14.305
Si -24.586 2.882 14.385
Si -27.388 5.694 14.47
Si -24.578 -8.07 14.421
Si -27.316 -5.322 14.35
Si -24.523 -2.667 14.352
Si -22.022 0.067 14.161
Si -19.314 2.589 14.371
Si -21.982 5.46 14.547
Si -19.208 -8.081 14.654
Si -21.723 -5.327 14.523
Si -19.247 -2.756 14.098
Si -31.578 -1.617 15.448
Si -28.217 1.634 15.742
Si -31.215 4.247 15.893
Si -28.457 -8.924 15.87
Si -31.692 -6.935 15.608
Si -28.411 -3.786 15.791
Si -26.148 -1.526 15.593
Si -23.028 1.626 15.604
Si -26.181 4.118 15.657
Si -23.25 -9.331 15.889
Si -26.124 -6.815 15.657
Si -22.78 -3.585 15.688
Si -20.661 -1.384 15.319
Si -18.477 0.731 15.538
Si -20.79 3.786 15.715
Si -17.67 -9.434 15.844
Si -20.025 -6.229 15.994
Si -17.888 -4.04 15.475
Si -31.8 3.345 20.337
Si -21.388 7.46 -5.631
Si -31.311 3.029 -3.273
Si -24.172 -2.588 -2.78
Si -21.588 -7.786 18.002
Si -23.262 -0.922 20.089
Si -12.494 0.134 -5.644
Si -28.599 -3.9 -3.635
Si -25.818 -4.332 -4.671
Si -18.831 4.85 17.977
Si -20.08 0.532 -5.085
Si -11.993 5.781 -2.376
Si -34.1 -4.116 18.113
Si -14.395 -5.089 -1.559
Si -26.309 7.77 20.068
Si -11.98 7.142 -5.033
Si -25.263 5.841 18.097
Si -16.291 3.164 18.462
Si -28.773 3.934 19.85
Si -18.348 7.714 -5.806
Si -31.657 -5.709 18.48
Si -23.342 5.999 -3.901
Si -22.507 -6.225 -4.687
Si -18.646 -3.096 -2.441
Si -28.532 2.672 -3.157
Si -23.842 -6.49 19.889
Si -29.987 6.125 18.262
Si -24.18 1.477 18.345
Si -25.633 -2.018 18.382
Si -18.449 -5.622 -5.69
Si -27.385 1.712 18.55
Si -20.863 5.979 19.741
Si -16.67 0.348 17.84
Si -28.463 -1.606 19.804
Si -28.936 -4.483 18.936
Si -9.85 -7.127 -5.447
Si -22.107 -0.209 -2.803
Si -17.713 1.283 -3.369
Si -27.558 1.887 -5.684
Si -17.388 6.797 -3.094
Si -18.837 4.06 -3.329
Si -24.789 -4.77 17.719
Si -24.648 1.269 -6.681
Si -27.799 -6.168 21.053
Si -30.87 -1.859 -3.626
Si -20.237 -5.468 -3.098
Si -17.465 -1.708 19.832
Si -20.377 -1.619 20.849
Si -23.334 4.142 19.569
Si -26.106 6.994 -4.837
Si -25.254 -6.923 -3.327
Si -20.413 3.626 -5.809
Si -17.124 -3.007 -5.035
Si -23.466 3.712 -5.675
Si -14.979 -1.321 -0.452
Si -11.707 0.987 -0.288
Si -14.955 4.216 -0.197
Si -12.035 6.88 0.25
Si -14.268 9.071 -0.041
Si -12.006 11.815 0.166
Si -9.54 -1.286 -0.15
Si -6.712 1.387 -0.037
Si -8.897 3.703 -0.251
Si -6.419 6.61 0.419
Si -9.616 9.845 0.263
Si -6.298 11.864 0.222
Si -3.6 -1.756 0.282
Si -0.906 1.048 0.227
Si -4.175 4.389 0.167
Si -0.527 6.675 0.266
Si -4.149 -6.65 0.493
Si -1.321 -3.896 0.1
Si -13.384 -0.154 0.919
Si -10.599 2.608 1.04
Si -13.378 5.262 1.224
Si -10.587 8.121 1.513
Si -13.416 10.63 1.519
Si -10.767 -2.784 1.202
Si -7.95 -0.156 1.238
Si -5.203 2.617 1.335
Si -7.993 5.246 1.373
Si -5.289 8.129 1.765
Si -7.966 10.87 1.539
Si -5.17 -2.892 1.563
Si -2.458 -0.112 1.53
Si 0.37 2.73 1.362
Si -2.382 5.475 1.372
Si 0.308 8.039 1.948
Si -2.447 -5.456 1.541
Si 0.31 -2.786 1.412
Si -14.768 1.26 2.289
Si -12.004 3.889 2.489
Si -14.761 6.688 2.51
Si -12.014 9.388 2.861
Si -14.836 12.191 2.518
Si -12.146 -1.424 2.497
Si -9.32 1.268 2.551
Si -6.604 3.927 2.739
Si -9.295 6.649 2.746
Si -6.728 9.469 2.971
Si -9.377 12.296 2.709
Si -6.607 -1.435 2.706
Si -3.854 1.311 2.765
Si -1.082 4.042 2.76
Si -3.761 6.748 2.873
Si -1.177 -6.828 2.994
Si -3.823 12.149 2.967
Si -1.071 -1.455 2.872
Si -16.186 -0.033 3.69
Si -13.457 2.572 3.776
Si -16.234 5.326 3.715
Si -13.484 8.001 3.995
Si -16.263 10.809 3.748
Si -13.486 -2.78 3.874
Si -10.772 -0.061 3.869
Si -8.017 2.588 4.036
Si -10.763 5.291 3.959
Si -8.047 8.02 4.197
Si -10.693 10.865 4.068
Si -8.013 -2.72 4.083
Si -5.276 -0.045 4.084
Si -2.495 2.683 4.126
Si -5.238 5.342 4.094
Si -2.539 8.121 4.308
Si -5.284 10.813 4.248
Si -2.491 -2.754 4.268
Si -15.039 -1.429 10.452
Si -12.332 1.26 10.688
Si -15.066 4.012 10.51
Si -12.277 6.737 10.662
Si -15.055 9.449 10.517
Si -12.318 -4.159 10.622
Si -9.641 -1.432 10.794
Si -6.878 1.276 10.848
Si -9.605 4.005 10.785
Si -6.841 6.748 10.879
Si -9.566 9.462 10.807
Si -6.912 -4.149 10.856
Si -4.203 -1.407 10.873
Si -1.404 1.375 10.978
Si -4.124 4.056 10.98
Si -1.372 6.731 10.994
Si -4.141 9.457 10.899
Si -1.376 -4.14 10.925
Si -13.79 -0.103 11.947
Si -10.968 2.58 12.096
Si -13.722 5.361 11.887
Si -10.934 8.071 12.12
Si -13.693 10.781 11.916
Si -11.086 -2.794 12.087
Si -8.31 -0.061 12.174
Si -5.551 2.641 12.225
Si -8.298 5.413 12.165
Si -5.529 8.135 12.279
Si -8.255 10.813 12.253
Si -5.638 -2.734 12.213
Si -2.863 -0.008 12.173
Si -0.081 2.697 12.426
Si -2.762 5.428 12.372
Si -0.084 8.117 12.372
Si -2.821 -5.457 12.217
Si 0.006 -2.841 12.293
Si -15.287 1.227 13.18
Si -12.417 3.985 13.264
Si -15.12 6.73 13.189
Si -12.392 9.418 13.363
Si -15.132 -4.164 13.143
Si -12.566 -1.484 13.42
Si -9.685 1.208 13.591
Si -7.023 3.984 13.483
Si -9.543 6.818 13.609
Si -6.869 9.486 13.701
Si -9.748 -4.137 13.485
Si -7.039 -1.404 13.603
Si -4.21 1.284 13.609
Si -1.45 4.047 13.779
Si -4.136 6.854 13.674
Si -1.515 9.513 13.602
Si -4.268 -4.11 13.488
Si -1.489 -1.441 13.363
Si -16.783 -0.244 14.262
Si -13.948 2.609 14.488
Si -16.582 5.368 14.443
Si -13.814 8.082 14.663
Si -16.587 10.768 14.282
Si -14.035 -2.826 14.742
Si -11.208 -0.214 14.864
Si -8.313 2.654 14.966
Si -11.066 5.389 14.673
Si -8.138 8.107 15.178
Si -11.124 10.767 14.797
Si -8.489 -2.745 14.933
Si -5.644 -0.063 14.945
Si -2.803 2.576 15.029
Si -5.532 5.271 14.708
Si -2.912 8.385 15.102
Si -5.512 -5.355 15.022
Si -2.867 -2.73 14.674
Si -15.863 -1.71 15.838
Si -12.383 1.554 15.856
Si -15.048 4.212 15.732
Si -12.735 6.39 15.913
Si -15.599 9.195 15.693
Si -12.538 -4.1 16.042
Si -10.274 -1.857 16.262
Si -6.692 1.592 16.27
Si -10.16 3.693 16.04
Si -6.383 6.674 16.299
Si -9.491 9.841 16.277
Si -7.221 -4.247 16.178
Si -4.025 -1.308 16.077
Si -1.797 0.815 16.214
Si -4.449 3.765 16.121
Si -1.365 7.168 16.324
Si -3.85 10.167 16.543
Si -1.574 -4.081 16.022
Si -14.155 3.622 -4.996
Si -6.182 3.3 -4.504
Si -14.49 6.358 -3.782
Si -7.651 -2.816 -2.153
Si -3.864 -3.639 20.434
Si -6.694 0.341 19.008
Si 4.39 2.592 -4.897
Si -14.577 -2.882 -3.292
Si -9.165 -4.145 -4.594
Si -3.772 6.12 17.864
Si -4.558 0.769 -4.569
Si 0.011 6.481 -4.959
Si -15.314 -3.899 20.179
Si 3.457 -7.957 -1.523
Si -10.148 -5.476 19.038
Si 2.891 6.917 -4.034
Si -10.371 6.821 20.103
Si 0.825 2.707 19.137
Si -12.557 5.737 18.773
Si -3.902 5.123 -4.934
Si -14.228 -5.766 18.083
Si -8.397 6.867 -4.087
Si -5.839 8.099 -3.401
Si 0.443 -5.446 -1.672
Si -11.848 4.725 -6.825
Si -7.618 -6.902 19.985
Si -4.668 8.007 -5.907
Si -4.186 0.912 20.664
Si -9.988 -2.51 19.117
Si 0.309 -0.903 -5.852
Si -11.892 3.014 18.353
Si -4.876 6.925 20.445
Si -0.016 0.068 18.493
Si -12.246 -3.878 20.524
Si -11.864 -2.713 -4.946
Si -2.645 4.869 -2.108
Si -5.437 -0.621 -2.069
Si -2.402 2.542 -5.255
Si -12.951 3.008 -2.256
Si -0.781 -8.063 -2.515
Si -1.175 2.501 -2.273
Si -5.765 -2.549 18.303
Si -10.264 2.433 -5.571
Si -12.94 -8.034 19.702
Si -15.352 0.96 -5.125
Si -3.353 7.73 -1.829
Si 0.907 0.974 -3.72
Si -1.325 -2.036 20.334
Si -7.516 6.828 18.874
Si -8.855 3.953 -3.349
Si -7.969 -7.939 -1.772
Si -9.052 -0.393 20.749
Si -4.802 -6.346 19.62
Si -11.313 1.51 21.031
Si 1.491 -1.351 5.715
Si 4.216 1.362 5.798
Si 1.51 4.019 5.726
Si 4.291 6.726 5.88
Si 1.53 -6.82 5.727
Si 4.239 -4.11 5.779
Si 6.947 -1.328 5.869
Si 9.641 1.367 5.958
Si 6.936 4.08 5.941
Si 9.692 6.851 6.056
Si 6.99 9.537 5.966
Si 9.674 -4.024 5.951
Si 12.35 -1.297 6.041
Si 15.078 1.433 6.134
Si 12.388 4.127 6.087
Si 15.097 6.883 6.146
Si 12.394 -6.732 6.058
Si 15.067 -3.975 6.154
Si 17.766 -1.241 6.218
Si 20.514 1.492 6.26
Si 17.812 4.148 6.204
Si 20.572 6.873 6.357
Si 17.746 -6.679 6.277
Si 20.479 -3.911 6.329
Si 23.226 -1.189 6.276
Si 25.946 1.487 6.264
Si 23.21 4.199 6.313
Si 25.931 6.918 6.338
Si 23.208 -6.678 6.356
Si 25.97 -3.947 6.27
Si 28.667 -1.246 6.201
Si 31.356 1.413 6.159
Si 28.641 4.171 6.244
Si 31.367 6.9 6.147
Si 28.661 -6.68 6.215
Si 31.353 -3.992 6.131
Si 34.045 -1.304 6.096
Si 36.752 1.42 6.041
Si 34.061 4.148 6.103
Si 36.723 6.872 5.998
Si 34.019 -6.703 6.057
Si 36.692 -4.021 6.005
Si 39.433 -1.286 5.925
Si 42.096 1.388 5.853
Si 39.401 4.159 5.933
Si 42.072 6.825 5.871
Si 39.352 -6.709 5.911
Si 42.087 -4.012 5.809
Si 44.771 -1.285 5.736
Si 47.469 1.407 5.641
Si 44.78 4.131 5.746
Si 47.445 6.848 5.677
Si 44.76 -6.708 5.754
Si 47.483 -4.062 5.682
Si 50.245 -1.333 5.605
Si 52.925 1.335 5.549
Si 50.194 4.092 5.597
Si 52.93 6.765 5.544
Si 50.191 -6.78 5.605
Si 52.973 -4.114 5.526
Si 55.651 -1.419 5.472
Si 58.375 1.299 5.444
Si 55.633 4.056 5.503
Si 58.388 6.751 5.432
Si 55.702 9.479 5.458
Si 58.355 -4.153 5.457
Si 61.111 -1.365 5.445
Si 63.778 1.333 5.361
Si 61.078 4.058 5.403
Si 63.792 6.767 5.319
Si 61.062 9.465 5.431
Si 63.786 -4.111 5.359
Si 66.464 -1.373 5.316
Si 69.161 1.398 5.244
Si 66.491 4.071 5.305
Si 69.175 6.803 5.195
Si 66.488 9.504 5.262
Si 69.135 -4.073 5.246
Si -58.681 -1.321 5.199
Si -55.949 1.39 5.101
Si -58.692 4.139 5.155
Si -55.952 6.808 5.032
Si -58.711 -6.798 5.122
Si -55.968 -4.078 5.056
Si -53.193 -1.361 4.962
Si -50.438 1.36 4.829
Si -53.209 4.105 4.94
Si -50.457 6.832 4.796
Si -53.217 -6.799 4.908
Si -50.465 -4.117 4.836
Si -47.693 -1.437 4.734
Si -44.955 1.334 4.674
Si -47.719 4.077 4.666
Si -45.033 6.772 4.658
Si -47.706 -6.83 4.681
Si -44.965 -4.14 4.628
Si -42.219 -1.43 4.597
Si -39.473 1.264 4.7
Si -42.261 4.031 4.726
Si -39.44 6.807 4.744
Si -42.237 9.494 4.668
Si -39.473 -4.098 4.642
Si -36.733 -1.389 4.658
Si -33.979 1.346 4.699
Si -36.712 4.051 4.766
Si -33.962 6.813 4.686
Si -36.697 -6.788 4.65
Si -33.996 -4.105 4.646
Si -31.29 -1.393 4.712
Si -28.533 1.348 4.745
Si -31.278 4.083 4.691
Si -28.521 6.797 4.729
Si -31.28 -6.798 4.694
Si -28.568 -4.075 4.763
Si -25.804 -1.36 4.789
Si -23.086 1.349 4.845
Si -25.797 4.062 4.786
Si -23.069 6.757 4.82
Si -25.803 -6.824 4.785
Si -23.045 -4.123 4.786
Si -20.37 -1.385 4.904
Si -17.623 1.313 4.99
Si -20.369 4.073 4.903
Si -17.64 6.731 4.975
Si -20.348 9.475 4.868
Si -17.652 -4.147 5.047
Si -14.899 -1.398 5.127
Si -12.15 1.271 5.225
Si -14.872 3.969 5.082
Si -12.145 6.637 5.325
Si -14.915 9.448 5.157
Si -12.156 -4.114 5.289
Si -9.448 -1.373 5.334
Si -6.682 1.273 5.44
Si -9.407 3.967 5.353
Si -6.634 6.678 5.478
Si -9.426 9.443 5.447
Si -6.699 -4.105 5.478
Si -3.948 -1.384 5.514
Si -1.205 1.316 5.554
Si -3.915 4.002 5.486
Si -1.146 6.733 5.588
Si -3.964 9.443 5.616
Si -1.202 -4.117 5.67
Si 2.829 -0.011 7.109
Si 5.525 2.717 7.229
Si 2.833 5.385 7.137
Si 5.592 8.143 7.254
Si 2.859 -5.459 7.12
Si 5.558 -2.724 7.165
Si 8.243 0.026 7.291
Si 10.962 2.758 7.364
Si 8.273 5.464 7.326
Si 11.004 -8.075 7.407
Si 8.297 -5.379 7.307
Si 10.971 -2.671 7.362
Si 13.688 0.065 7.439
Si 16.434 2.781 7.518
Si 13.708 5.514 7.455
Si 16.404 -8.09 7.569
Si 13.701 -5.368 7.462
Si 16.407 -2.622 7.546
Si 19.147 0.102 7.577
Si 21.856 2.829 7.652
Si 19.149 5.498 7.613
Si 21.887 -8.058 7.716
Si 19.139 -5.334 7.633
Si 21.881 -2.567 7.637
Si 24.582 0.147 7.64
Si 27.302 2.829 7.634
Si 24.574 5.549 7.682
Si 27.315 -8.025 7.62
Si 24.61 -5.31 7.639
Si 27.326 -2.598 7.598
Si 30.009 0.106 7.564
Si 32.734 2.779 7.483
Si 30.016 5.553 7.543
Si 32.726 -8.072 7.487
Si 30.025 -5.333 7.544
Si 32.713 -2.645 7.494
Si 35.423 0.06 7.427
Si 38.116 2.792 7.363
Si 35.423 5.511 7.426
Si 38.09 -8.094 7.344
Si 35.401 -5.381 7.424
Si 38.097 -2.651 7.317
Si 40.794 0.057 7.292
Si 43.473 2.769 7.171
Si 40.77 5.485 7.298
Si 43.464 -8.106 7.157
Si 40.759 -5.36 7.224
Si 43.453 -2.637 7.153
Si 46.168 0.059 7.069
Si 48.856 2.746 6.986
Si 46.149 5.481 7.09
Si 48.869 -8.14 6.996
Si 46.16 -5.391 7.093
Si 48.88 -2.676 6.97
Si 51.605 0.007 6.954
Si 54.311 2.691 6.871
Si 51.6 5.421 6.935
Si 54.35 8.129 6.836
Si 51.612 -5.438 6.914
Si 54.327 -2.747 6.872
Si 57.038 -0.061 6.817
Si 59.74 2.685 6.776
Si 57.048 5.406 6.807
Si 59.742 8.107 6.796
Si 57.039 -5.49 6.844
Si 59.755 -2.769 6.769
Si 62.473 -0.01 6.78
Si 65.177 2.689 6.683
Si 62.476 5.411 6.723
Si 65.163 8.145 6.66
Si 62.455 -5.474 6.735
Si 65.162 -2.752 6.706
Si 67.862 0 6.627
Si -59.978 2.739 6.558
Si 67.88 5.44 6.615
Si -59.992 -8.166 6.537
Si 67.847 -5.455 6.63
Si -59.992 -2.727 6.559
Si -57.262 0.02 6.502
Si -54.513 2.74 6.369
Si -57.256 5.46 6.464
Si -54.552 -8.135 6.334
Si -57.293 -5.445 6.443
Si -54.538 -2.723 6.358
Si -51.786 0.01 6.245
Si -49.041 2.733 6.116
Si -51.786 5.468 6.217
Si -49.05 -8.155 6.122
Si -51.81 -5.458 6.246
Si -49.055 -2.756 6.151
Si -46.312 -0.041 6.049
Si -43.594 2.651 6.081
Si -46.355 5.411 6.053
Si -43.619 8.123 6.006
Si -46.316 -5.477 6.038
Si -43.586 -2.772 5.987
Si -40.859 -0.096 6.02
Si -38.12 2.671 6.057
Si -40.85 5.412 6.041
Si -38.062 -8.139 6.052
Si -40.844 -5.46 5.999
Si -38.116 -2.739 6.016
Si -35.362 -0.024 6.024
Si -32.625 2.72 6.065
Si -35.33 5.447 6.059
Si -32.623 -8.158 6.07
Si -35.353 -5.448 6.036
Si -32.656 -2.746 6.059
Si -29.933 -0.005 6.073
Si -27.205 2.725 6.127
Si -29.914 5.44 6.069
Si -27.188 -8.168 6.133
Si -29.929 -5.447 6.096
Si -27.209 -2.706 6.121
Si -24.5 0.013 6.173
Si -21.773 2.728 6.228
Si -24.478 5.439 6.17
Si -21.754 8.135 6.201
Si -24.467 -5.443 6.138
Si -21.765 -2.757 6.213
Si -19.033 -0.036 6.3
Si -16.294 2.651 6.401
Si -19.044 5.408 6.302
Si -16.318 8.061 6.417
Si -19.051 -5.522 6.321
Si -16.302 -2.781 6.41
Si -13.557 -0.074 6.532
Si -10.835 2.624 6.649
Si -13.589 5.293 6.569
Si -10.839 8.053 6.701
Si -13.562 -5.518 6.542
Si -10.82 -2.761 6.654
Si -8.119 -0.052 6.753
Si -5.348 2.664 6.807
Si -8.08 5.336 6.759
Si -5.365 8.069 6.891
Si -8.078 -5.5 6.787
Si -5.364 -2.744 6.84
Si -2.626 -0.011 6.899
Si 0.102 2.65 7.005
Si -2.6 5.387 6.878
Si 0.133 8.105 7.013
Si -2.622 -5.49 6.958
Si 0.105 -2.726 7.036
Si 1.432 1.332 8.431
Si 4.136 4.058 8.563
Si 1.458 6.776 8.433
Si 4.186 9.524 8.541
Si 1.447 -4.093 8.406
Si 4.171 -1.366 8.488
Si 6.862 1.383 8.629
Si 9.598 4.122 8.719
Si 6.897 6.813 8.674
Si 9.598 -6.726 8.718
Si 6.868 -4.051 8.603
Si 9.546 -1.343 8.675
Si 12.301 1.426 8.762
Si 15.063 4.169 8.813
Si 12.311 -9.452 8.777
Si 15.018 -6.729 8.861
Si 12.299 -4.01 8.765
Si 15.021 -1.259 8.854
Si 17.776 1.445 8.916
Si 20.486 4.165 9.005
Si 17.794 -9.428 8.928
Si 20.509 -6.681 9.018
Si 17.767 -3.965 8.936
Si 20.512 -1.227 8.965
Si 23.223 1.487 9.013
Si 25.945 4.182 9.014
Si 23.237 -9.421 9.068
Si 25.95 -6.683 8.99
Si 23.231 -3.961 8.979
Si 25.932 -1.264 8.956
Si 28.67 1.454 8.959
Si 31.386 4.152 8.843
Si 28.666 -9.422 8.937
Si 31.371 -6.729 8.87
Si 28.675 -3.985 8.92
Si 31.379 -1.272 8.88
Si 34.105 1.42 8.828
Si 36.78 4.126 8.771
Si 34.089 -9.467 8.813
Si 36.783 -6.747 8.764
Si 34.085 -4.018 8.82
Si 36.804 -1.301 8.752
Si 39.488 1.429 8.699
Si 42.155 4.105 8.608
Si 39.446 -9.478 8.69
Si 42.121 -6.754 8.547
Si 39.475 -4.009 8.662
Si 42.166 -1.303 8.627
Si 44.85 1.4 8.506
Si 47.54 4.095 8.392
Si 44.828 -9.489 8.494
Si 47.541 -6.783 8.389
Si 44.846 -4.005 8.464
Si 47.567 -1.306 8.372
Si 50.256 1.38 8.306
Si 52.989 4.051 8.258
Si 50.273 -9.518 8.303
Si 53.019 9.503 8.211
Si 50.278 -4.04 8.272
Si 53.003 -1.369 8.245
Si 55.707 1.337 8.179
Si 58.417 4.048 8.155
Si 55.737 6.776 8.176
Si 58.43 9.485 8.17
Si 55.715 -4.101 8.198
Si 58.423 -1.41 8.158
Si 61.116 1.339 8.134
Si 63.85 4.055 8.055
Si 61.145 6.768 8.112
Si 63.846 9.5 8.072
Si 61.133 -4.118 8.115
Si 63.85 -1.383 8.095
Si 66.553 1.338 8.032
Si -61.287 4.094 7.958
Si 66.554 6.795 7.998
Si -61.289 -6.792 7.936
Si 66.546 -4.101 8.044
Si 69.259 -1.364 7.954
Si -58.591 1.366 7.889
Si -55.854 4.076 7.763
Si -58.583 -9.514 7.869
Si -55.885 -6.795 7.759
Si -58.583 -4.086 7.872
Si -55.856 -1.372 7.784
Si -53.128 1.341 7.667
Si -50.4 4.072 7.523
Si -53.133 -9.511 7.625
Si -50.391 -6.817 7.546
Si -53.152 -4.105 7.664
Si -50.404 -1.383 7.543
Si -47.665 1.33 7.43
Si -44.965 4.047 7.399
Si -47.686 -9.55 7.452
Si -44.945 9.484 7.401
Si -47.651 -4.127 7.462
Si -44.924 -1.407 7.392
Si -42.205 1.274 7.406
Si -39.483 4.045 7.403
Si -42.231 6.78 7.373
Si -39.471 -6.794 7.374
Si -42.21 -4.118 7.361
Si -39.481 -1.41 7.393
Si -36.72 1.328 7.393
Si -33.975 4.093 7.419
Si -36.72 -9.53 7.408
Si -34.008 -6.81 7.415
Si -36.742 -4.091 7.381
Si -34.008 -1.358 7.412
Si -31.276 1.37 7.447
Si -28.581 4.094 7.478
Si -31.265 -9.518 7.436
Si -28.562 -6.795 7.476
Si -31.285 -4.075 7.447
Si -28.582 -1.335 7.461
Si -25.881 1.378 7.516
Si -23.158 4.096 7.57
Si -25.854 -9.518 7.525
Si -23.159 9.498 7.523
Si -25.865 -4.083 7.476
Si -23.179 -1.38 7.519
Si -20.436 1.361 7.594
Si -17.703 4.047 7.672
Si -20.444 6.775 7.605
Si -17.723 9.422 7.704
Si -20.45 -4.135 7.601
Si -17.713 -1.409 7.689
Si -14.96 1.306 7.808
Si -12.242 3.973 7.967
Si -14.978 6.717 7.836
Si -12.244 9.445 7.964
Si -14.969 -4.141 7.805
Si -12.228 -1.414 7.939
Si -9.514 1.301 8.077
Si -6.752 4 8.159
Si -9.48 6.708 8.078
Si -6.774 9.451 8.175
Si -9.515 -4.141 8.053
Si -6.818 -1.427 8.14
Si -4.042 1.329 8.222
Si -1.3 4.038 8.286
Si -4.012 6.712 8.233
Si -1.292 9.447 8.318
Si -4.052 -4.121 8.23
Si -1.317 -1.367 8.32
Si 0.021 -0.024 9.727
Si 2.748 2.675 9.863
Si 0.031 5.384 9.687
Si 2.782 8.152 9.831
Si 0.054 -5.504 9.678
Si 2.78 -2.737 9.792
Si 5.466 -0.011 9.92
Si 8.182 2.769 10.019
Si 5.46 5.443 9.948
Si 8.212 8.223 10.044
Si 5.512 10.898 9.948
Si 8.151 -2.69 10.02
Si 10.877 0.031 10.026
Si 13.655 2.828 10.117
Si 10.916 5.523 10.107
Si 13.621 -8.09 10.166
Si 10.903 -5.352 10.102
Si 13.625 -2.637 10.138
Si 16.39 0.089 10.233
Si 19.127 2.776 10.318
Si 16.402 5.503 10.207
Si 19.152 -8.081 10.323
Si 16.398 -5.387 10.215
Si 19.16 -2.616 10.287
Si 21.87 0.098 10.347
Si 24.572 2.843 10.382
Si 21.836 5.524 10.378
Si 24.608 -8.034 10.388
Si 21.906 -5.324 10.365
Si 24.574 -2.614 10.346
Si 27.293 0.083 10.296
Si 30.057 2.836 10.265
Si 27.315 5.567 10.341
Si 30.031 -8.074 10.273
Si 27.318 -5.32 10.306
Si 30.024 -2.622 10.248
Si 32.762 0.084 10.215
Si 35.474 2.761 10.19
Si 32.759 5.474 10.195
Si 35.475 -8.139 10.149
Si 32.748 -5.384 10.199
Si 35.478 -2.661 10.144
Si 38.162 0.077 10.097
Si 40.859 2.769 10.06
Si 38.15 5.469 10.118
Si 40.838 -8.122 9.994
Si 38.184 -5.376 10.081
Si 40.837 -2.657 10.031
Si 43.537 0.077 9.968
Si 46.241 2.751 9.832
Si 43.534 5.47 9.929
Si 46.233 -8.143 9.802
Si 43.512 -5.373 9.837
Si 46.222 -2.621 9.774
Si 48.959 0.03 9.716
Si 51.651 2.711 9.647
Si 48.947 5.437 9.689
Si 51.704 -8.173 9.596
Si 48.939 -5.383 9.65
Si 51.655 -2.701 9.623
Si 54.377 -0.005 9.563
Si 57.076 2.69 9.526
Si 54.434 5.39 9.544
Si 57.102 8.124 9.532
Si 54.387 10.866 9.56
Si 57.101 -2.764 9.549
Si 59.784 -0.042 9.509
Si 62.517 2.699 9.438
Si 59.811 5.41 9.479
Si 62.507 8.144 9.455
Si 59.815 10.841 9.504
Si 62.501 -2.751 9.445
Si 65.246 -0.033 9.428
Si 67.961 2.707 9.332
Si 65.224 5.424 9.38
Si 67.965 8.151 9.308
Si 65.219 10.859 9.431
Si 67.952 -2.733 9.357
Si 70.666 -0.028 9.288
Si -57.163 2.712 9.177
Si -59.872 5.431 9.295
Si -57.196 -8.145 9.183
Si -59.901 -5.435 9.279
Si -57.173 -2.733 9.197
Si -54.462 -0.008 9.099
Si -51.717 2.708 8.947
Si -54.443 5.446 9.044
Si -51.743 -8.155 8.951
Si -54.509 -5.427 9.093
Si -51.751 -2.726 8.954
Si -49.007 -0.01 8.842
Si -46.293 2.68 8.782
Si -49.024 5.423 8.858
Si -46.292 -8.194 8.784
Si -48.991 -5.469 8.876
Si -46.258 -2.762 8.795
Si -43.558 -0.083 8.792
Si -40.841 2.662 8.746
Si -43.585 5.409 8.739
Si -40.847 8.152 8.708
Si -43.542 10.831 8.743
Si -40.851 -2.772 8.738
Si -38.097 -0.041 8.727
Si -35.353 2.716 8.736
Si -38.101 5.419 8.751
Si -35.36 -8.182 8.778
Si -38.114 -5.447 8.748
Si -35.388 -2.718 8.746
Si -32.653 0.016 8.794
Si -29.944 2.741 8.849
Si -32.629 5.449 8.802
Si -29.924 -8.165 8.82
Si -32.652 -5.448 8.78
Si -29.934 -2.691 8.82
Si -27.279 0.044 8.858
Si -24.567 2.761 8.89
Si -27.249 5.467 8.871
Si -24.529 -8.141 8.911
Si -27.216 -5.424 8.859
Si -24.567 -2.714 8.871
Si -21.863 0.006 8.878
Si -19.13 2.742 8.986
Si -21.849 5.478 8.963
Si -19.118 8.077 9.027
Si -21.853 10.843 8.924
Si -19.117 -2.782 8.972
Si -16.377 -0.058 9.073
Si -13.646 2.616 9.265
Si -16.403 5.36 9.118
Si -13.636 8.07 9.251
Si -16.362 10.77 9.059
Si -13.626 -2.804 9.199
Si -10.928 -0.075 9.368
Si -8.179 2.663 9.471
Si -10.911 5.343 9.355
Si -8.177 8.092 9.485
Si -10.893 10.794 9.36
Si -8.23 -2.785 9.47
Si -5.492 -0.043 9.485
Si -2.732 2.725 9.607
Si -5.438 5.384 9.557
Si -2.712 8.089 9.619
Si -5.466 10.839 9.542
Si -2.733 -2.745 9.601
O 20.025 3.188 -2.671
O 0.873 -1.039 17.723
O 0.008 -2.908 20.265
O 4.086 2.409 18.025
O 17.371 1.345 19.727
O 18.526 3.564 20.564
O 17.155 3.736 18.376
O 2.511 5.418 16.955
O 1.523 -4.999 20.192
O 1.373 -6.293 17.871
O 3.328 -4.6 18.171
O 5.09 -2.835 17.246
O 6.83 -1.35 18.458
O 18.875 -1.195 -6.15
O 8.445 0.85 20.794
O 9.235 1.21 18.294
O 5.378 2.767 15.901
O 6.493 3.665 18.019
O 12.378 -7.406 -6.565
O 11.857 6.45 -5.638
O 7.504 7.308 -2.409
O 6.278 -6.116 18.567
O 8.195 -5.181 17.243
O 9.472 -3.036 18.09
O 11.194 -3.261 19.969
O 13.447 0.027 17.187
O 15.536 1.28 18.038
O 8.614 -7.983 18.96
O 10.873 2.853 17.199
O 10.558 -6.628 20.295
O 13.907 6.932 18.065
O 16.191 -8.068 17.415
O 12.621 -6.553 18.79
O 13.938 -4.867 17.401
O 14.409 7.407 -6.036
O 7.613 -7.069 -0.681
O 13.865 -2.944 20.03
O 4.345 7.211 20.402
O 8.432 -4.526 -4.463
O 18.731 -5.607 -4.251
O 7.76 -6.545 -5.91
O 7.406 4.914 -6.425
O 9.761 -1.213 -0.882
O 19.788 2.432 -5.092
O 10.049 -0.894 19.62
O 9.674 2.801 -3.301
O 19.298 -7.976 0.373
O 8.194 -5.732 20.325
O 4.327 7.194 17.807
O 1.8 -4.812 -2.276
O 8.161 -2.175 -5.502
O 14.636 7.013 -2.267
O 9.451 -4.903 -6.907
O 6.528 6.942 -4.769
O 14.298 2.403 -5.119
O 15.486 -0.757 19.686
O 11.538 7.789 -3.526
O 16.151 3.833 -6.236
O 6.908 0.028 -6.14
O 3.486 5.56 -3.358
O 9.118 7.411 -4.468
O 16.779 -4.922 -2.776
O 8.695 6.055 17.594
O 4.083 -4.207 -3.376
O 5.073 6.132 -6.77
O 7.426 -1.492 21.129
O 9.504 -7.277 -2.436
O 5.387 2.7 20.225
O 10.167 -6.496 -4.836
O 11.162 5.457 0.126
O 13.418 1.898 -2.768
O 0.85 2.172 -4.821
O 4.146 -1.542 -3.154
O 7.669 2.471 -5.787
O 16.839 6.533 -6.159
O 22.064 7.736 -4.488
O 19.992 -7.718 -3.167
O 3.366 2.065 -6.073
O 5.825 -5.44 0.197
O 10.966 1.507 20.347
O 6.373 -2.939 -3.673
O 10.792 5.232 -3.4
O 15.255 -6.781 -1.857
O 12.919 -7.427 -0.879
O 6.568 6.621 19.108
O 3.904 -6.429 -1.869
O 2.629 -2.778 20.68
O 8.078 0.789 -3.866
O 8.794 -2.44 -2.96
O 14.939 0.044 -4.09
O 17.447 -0.592 -4.153
O 11.181 7.248 17.431
O 8.179 5.078 -3.616
O 6.722 -3.66 19.703
O 20.005 -7.496 -5.733
O 12.581 0.401 -4.958
O 0.758 -5.987 -0.188
O 15.551 -4.427 -0.595
O 12.606 -5.057 21.068
O 15.941 3.273 20.775
O 4.636 7.301 -1.12
O -2.679 1.474 20.437
O 9 6.034 20.115
O 19.95 -1.705 -3.948
O 14.715 4.232 -2.086
O 16.336 -7.108 -6.836
O 0.58 5.554 -0.209
O 12.391 4.865 17.87
O 2.643 4.056 -1.182
O 5.533 1.499 -4.533
O 11.209 -5.551 0.043
O 2.254 -1.354 -1.268
O 11.932 6.564 19.768
O 3.956 0.648 -1.36
O 5.864 -0.176 -0.006
O 2.528 -7.964 -0.208
O 3.87 -4.005 -0.797
O 3.269 -6.822 19.641
O 20.497 4.632 -0.609
O 10.559 0.299 -2.903
O 1.821 4.126 -6.07
O 10.254 1.351 -0.622
O 10.193 1.142 -5.381
O 13.271 5.585 -3.761
O 12.704 3.434 -0.667
O 9.335 7.214 -0.564
O 5.13 3.912 -5.45
O 13.843 -2.555 0.071
O 0.212 -0.067 -0.245
O 9.458 -3.832 -0.834
O 12.192 -0.542 -0.791
O 14.932 2.021 -0.654
O 38.08 2.457 -2.318
O 17.489 -0.683 18.084
O 20.821 2.232 18.646
O 34.02 0.958 18.954
O 18.909 5.593 17.354
O 18.576 -4.822 20.144
O 18.036 -6.395 18.184
O 20.089 -4.71 18.117
O 21.691 -2.732 17.533
O 23.216 -1.157 18.895
O 35.241 -2.493 -3.312
O 27.775 1.284 20.77
O 26.098 1.052 18.632
O 21.85 2.857 16.422
O 21.04 4.904 18.927
O 31.098 7.461 -5.917
O 24.053 7.322 -1.918
O 22.897 -5.98 18.893
O 26.475 -3.356 18.65
O 28.551 -1.869 18.237
O 30.094 0.056 17.482
O 31.696 1.936 18.35
O 25.137 -7.903 19.399
O 27.504 2.852 17.466
O 27.231 -6.519 20.423
O 30.58 6.903 18.271
O 32.753 -8.049 17.458
O 28.39 -3.111 20.527
O 29.129 -6.864 18.725
O 30.489 -5.047 17.489
O 32.539 -3.031 17.381
O 29.221 0.499 -4.63
O 23.693 -7.255 0.072
O 31.07 -3.096 20.494
O 20.587 6.919 20.415
O 23.697 -4.837 -5.235
O 34.939 -7.232 -3.612
O 24.923 -6.924 -6.118
O 23.648 5.407 -5.753
O 25.927 -1.116 -0.679
O 36.508 2.582 -4.626
O 32.707 3.965 -6.041
O 26.573 2.978 -3.072
O 35.171 -0.904 -5.511
O 24.778 -5.573 20.659
O 20.937 7.311 17.92
O 19.981 -3.588 -0.01
O 23.997 -1.905 -5.028
O 28.774 7.553 -2.241
O 25.934 -4.592 -6.635
O 22.242 -7.314 -2.128
O 30.689 2.677 -4.911
O 32.809 -1.008 20.284
O 27.658 -6.381 -2.299
O 58.927 2.652 19.817
O 21.444 -1.711 20.824
O 23.025 4.823 -0.624
O 26.202 7.988 -3.208
O 31.221 -4.234 -1.052
O 25.324 6.089 18.152
O 22.391 -0.893 -3.192
O 22.339 -7.18 -6.73
O 23.309 -3.492 19.972
O 24.862 -6.456 -2.086
O 21.865 3.39 20.847
O 26.088 -5.695 -4.218
O 27.286 5.524 0.541
O 29.437 2.398 -2.642
O 40.06 5.902 -5.455
O 24.224 2.943 -5.348
O 33.451 6.485 -5.531
O 39.298 -7.346 -5.821
O 36.484 6.975 -3.584
O 21.478 6.691 -6.783
O 22.189 2.066 -4
O 21.911 -5.308 0.568
O 33.004 1.487 -5.138
O 22.505 -3.487 -3.407
O 55.195 -3.72 -2.166
O 30.33 -6.53 -2.122
O 28.891 -7.297 -0.139
O 23.047 6.69 19.368
O 19.013 -3.679 -2.327
O 18.869 -2.275 20.898
O 24.693 1.139 -3.62
O 26.783 -1.073 20.031
O 24.655 -2.286 -2.59
O 31.419 0.83 -3.179
O 33.255 -0.852 -3.794
O 27.818 7.063 17.925
O 25.857 5.432 -2.327
O 31.017 6.812 -0.704
O 36.736 -7.74 -5.555
O -11.528 1.423 -5.566
O -10.27 -6.444 17.734
O -60.193 0.07 -0.645
O 32.858 2.371 20.743
O 21.446 6.375 -2.384
O 15.942 5.383 -4.026
O 25.247 6.201 20.761
O 33.987 1.341 -2.609
O 31.165 4.255 -1.639
O 16.547 5.599 0.278
O 29.226 4.753 17.953
O 18.162 3.697 -0.643
O 23.398 0.508 -5.857
O 27.16 -5.369 0.479
O 20.46 -1.515 -1.484
O 28.892 6.041 20.116
O 20.143 1.976 -0.388
O 21.911 0.167 0.416
O 24.602 2.951 0.344
O -13.585 6.116 -2.451
O -40.956 -5.332 -6.803
O -17.7 7.263 -1.578
O 20.218 -6.821 19.637
O 35.894 5.049 -2.135
O 26.994 0.368 -2.682
O 21.376 -3.498 -5.71
O 18.323 4.675 -5.094
O 23.452 -1.835 -0.321
O 26.523 1.37 -0.355
O 26.862 1.353 -5.148
O 30.725 6.179 -3.234
O 28.859 3.749 -0.471
O 26.175 7.466 -0.59
O 26.082 4.817 -4.848
O 21.022 4.706 -5.222
O 29.857 -2.49 0.212
O 16.544 0.123 0.217
O 25.369 -3.665 -0.428
O 28.388 -0.515 -0.571
O 30.781 1.967 -0.459
O 50.551 3.394 -3.99
O 34.42 -1.501 18.224
O 37.096 -2.355 -6.255
O 36.784 1.666 19.019
O 50.072 -1.625 17.785
O 47.671 4.409 19.046
O 49.83 3.985 17.524
O 35.454 5.393 17.481
O 33.837 -5.202 20.565
O 34.536 -6.232 18.206
O 37.168 -4.738 18.177
O 38.165 -2.697 16.848
O 39.898 -1.376 18.152
O 48.981 -4.429 -5.917
O 41.722 0.242 20.689
O 42.673 0.958 18.404
O 38.327 2.789 17.301
O 39.828 4.606 18.113
O 41.302 -6.533 19.921
O 43.653 -7.289 -6.487
O 42.039 7.589 -4.93
O 39.079 -6.523 17.92
O 41.172 -5.404 17.002
O 43.008 -3.793 18.096
O 45.109 -2.194 17.996
O 48.217 1.972 18.012
O 46.566 -0.033 17.215
O 42.791 -7.885 18.136
O 43.866 2.948 17.265
O 43.79 -6.512 20.337
O 47.437 5.946 16.958
O 45.194 -4.484 19.521
O 45.453 -7.618 18.047
O 46.642 -5.496 16.996
O 48.402 -3.648 17.543
O 49.163 3.681 -6.289
O 39.261 -6.932 -0.98
O 44.382 0.06 20.337
O 37.62 8.027 20.661
O 42.768 -4.1 -3.602
O 51.876 -3.02 -6.165
O 38.89 -3.969 -5.25
O 39.677 4.14 -0.995
O 38.019 5.512 20.339
O 44.764 -2.231 -3.297
O 49.496 0.723 20.579
O 40.313 2.948 -3.447
O 48.565 -2.312 19.759
O 42.471 7.443 20.521
O 37.202 7.097 18.306
O 7.406 -2.181 -0.678
O 42.635 -1.671 -4.647
O 38.735 -5.906 20.284
O 43.897 -4.84 -5.805
O 37.52 -7.022 -3.066
O 50.551 -3.907 18.996
O 44.909 -7.124 -1.056
O 46.909 4.275 -5.219
O 37.841 -2.05 19.665
O 36.553 7.205 -0.896
O 41.153 5.834 -3.172
O 48.87 -5.169 -3.339
O 41.944 5.994 18.238
O 37.508 -3.775 -3.033
O 38.572 6.135 -2.259
O 40.432 -2.155 20.502
O 39.957 -8.156 -3.027
O 40.69 -0.965 -5.999
O 36.125 -6.25 20.427
O 43.215 5.593 -0.182
O 44.538 2.045 -1.62
O 36.434 0.531 -2.94
O 34.532 6.088 21.1
O 47.256 7.353 -5.36
O 53.883 5.109 -3.247
O 53.489 7.658 -3.093
O -49.104 -7.747 19.741
O 38.681 1.158 -4.477
O 37.788 -5.18 0.064
O 48.064 -0.697 -5.516
O 39.995 -2.931 -3.051
O 43.355 -6.679 -3.982
O -34.43 1.301 -2.124
O 46.274 -7.796 -3.227
O 40.536 4.888 20.49
O 35.219 -4.956 -2.48
O 35.523 -0.725 20.313
O 41.327 0.763 -4.272
O 43.819 -2.448 20.248
O 42.289 -2.038 -2.108
O -51.184 4.24 -2.803
O 55.839 -4.172 19.92
O -43.482 4.12 -3.7
O 47.429 -6.477 -1.419
O 46.77 7.351 -0.897
O 39.542 -3.949 18.865
O -51.808 -5.546 -6.223
O -18.936 -1.861 -1.464
O 39.562 -5.473 -3.181
O 34.521 -7.02 -0.953
O -56.765 -5.116 -3.756
O 46.355 -6.775 20.335
O 49.627 3.198 19.98
O -62.025 4.852 -5.856
O 33.169 6.038 -2.012
O 43.242 2.427 20.504
O 49.171 -0.38 -3.144
O 46.62 3.344 -2.883
O 44.965 7.352 20.484
O 32.545 5.362 0.646
O 45.367 5.002 18.107
O 34.016 3.862 -0.907
O -24.46 4.439 -6.751
O 43.206 -5.344 -0.15
O 34.712 -0.67 -1.013
O -21.682 -2.418 16.141
O 35.85 1.634 -0.643
O 37.89 0.037 0.004
O 37.944 5.505 0.351
O -16.566 8.012 16.286
O -22.122 7.947 16.582
O 36.17 -3.245 -0.833
O -26.186 1.63 -6.444
O -9.409 -5.773 -4.648
O 44.035 0.207 -3.269
O 5.656 -7.688 -6.699
O 35.268 4.645 -5.827
O -28.238 1.083 17.301
O 42.538 0.551 -0.94
O 43.042 0.414 -6.206
O -8.543 -3.581 -5.986
O 45.446 4.211 -0.765
O 40.901 6.906 -0.857
O 42.566 5.122 -5.465
O 37.879 4.526 -5.627
O 48.13 -4.103 -1.026
O 32.584 0.205 0.177
O 41.073 -3.856 -0.77
O 44.83 -0.569 -0.955
O 46.989 1.937 -0.812
O -57.959 5.54 -3.507
O -37.281 -7.09 20.003
O -58.312 -7.186 17.622
O 51.9 -0.075 16.833
O 66.52 1.578 18.923
O 67.087 3.535 17.49
O -61.836 2.869 19.595
O 53.836 3.521 19.455
O 56.144 -8.156 18.965
O 49.113 8.111 16.761
O 52.61 -4.752 17.555
O 54.296 -2.935 16.76
O 56.209 -2.03 18.05
O -62.326 -2.813 -6.446
O 57.605 0.428 20.21
O 57.966 1.217 17.743
O 55.887 5.214 19.772
O 56.354 2.602 19.409
O 63.437 -6.974 -5.918
O 67.712 -7.063 -6.406
O 61.406 6.553 -3.63
O 54.777 -6.837 17.354
O 57.054 -5.449 16.802
O 58.737 -3.504 17.411
O 60.611 -1.554 17.524
O 62.557 0.071 16.714
O 63.908 2.21 17.5
O 60.506 -7.788 19.623
O 59.757 2.668 16.557
O 60.324 -5.413 21.01
O 63.547 6.227 17.294
O 65.366 8.026 16.523
O -60.063 -1.687 -6.12
O 62.35 -6.34 17.517
O 63.918 -4.281 17.585
O 65.39 -2.733 16.219
O -32.353 -2.449 -3.945
O 54.802 -6.582 -3.889
O 62.362 -4.605 19.693
O 57.073 7.311 21.128
O -42.714 4.046 20.518
O 65.753 -6.965 -4.669
O 54.071 6.976 17.55
O 54.959 2.779 -3.042
O -27.735 -5.263 19.708
O 57.287 -2.684 -3.478
O -1.021 -0.681 19.507
O 59.569 2.003 -4.884
O 52.379 -0.64 21.102
O 66.948 -0.23 20.625
O 58.225 -6.833 20.156
O 51.926 5.503 16.889
O 51.208 -4.945 -4.614
O 58.653 -3.838 -5.557
O 63.844 7.582 -4.047
O -24.117 6.511 17.178
O 56.178 7.517 -3.427
O 62.061 -0.534 20.561
O 65.087 -2.252 -6.413
O 59.832 5.961 -5.727
O 62.373 1.976 19.614
O 54.526 -1.945 20.055
O 52.905 6.19 -1.056
O 63.98 4.357 -6.246
O 67.492 -4.98 -4.935
O 58.933 6.815 18.071
O 53.157 -3.329 -3.828
O 47.037 6.995 19.242
O 57.259 -2.125 20.397
O 61.506 3.505 -5.89
O -7.274 1.119 17.715
O 55.901 -6.574 21.13
O 59.587 5.317 -0.519
O 63.402 1.816 -1.458
O 48.705 5.027 -3.315
O 51.695 -0.818 -3.264
O 56.576 4.981 -3.097
O -30.813 -1.196 16.82
O -56.678 4.625 -6.504
O -62.368 -7.319 -3.778
O 53.607 -7.889 19.612
O 54.311 0.171 -3.216
O 54.173 -5.606 -0.039
O -41.504 4.364 -6.804
O 56.13 -4.527 -4.846
O 45.271 -0.765 -5.428
O 63.579 -6.232 -3.379
O 62.231 -6.733 -1.174
O 57.228 5.393 16.73
O 55.3 -7.443 -1.442
O -9.041 6.52 19.246
O -9.961 -1.502 17.831
O 60.116 -3.217 19.548
O -59.304 4.199 -1.734
O 65.092 0.08 -4.992
O 53.644 -5.446 20.545
O 63.83 6.83 19.831
O 56.14 1.31 -4.75
O 63.134 6.739 -1.648
O 51.51 -6.303 19.457
O -60.834 7.617 -6.812
O 63.235 -0.376 -6.821
O -20.213 2.05 -5.591
O 49.929 -6.124 -1.101
O 63.751 -4.547 -1.364
O 61.297 -4.033 17.38
O 63.484 4.367 19.185
O -17.926 -7.081 -6.126
O 46.262 5.922 -3.356
O 58.3 5.025 20.826
O 66.717 1.432 -3.326
O 61.845 2.408 -3.557
O 43.87 4.987 20.758
O 48.533 5.514 -0.182
O 61.73 3.713 17.595
O 50.301 4.073 -1.403
O -51.539 2.382 -0.998
O 59.815 -5.463 -0.581
O 50.273 -1.813 -1.276
O -31.787 4.474 -6.195
O 52.544 0.822 -1.379
O 54.559 0.068 -0.099
O 56.85 2.626 -0.301
O 55.113 4.455 -1.041
O 51.444 -8.111 -0.259
O -37.282 -0.831 -2.361
O 50.298 -5.943 17.324
O -60.216 7.606 -4.281
O 59.518 -0.167 -3.383
O -13.192 4.106 -6.182
O 50.944 1.787 -5.996
O 56.389 -1.682 -1.113
O 58.373 0.73 -1.2
O 61.009 -0.068 -5.516
O 60.048 4.301 -3.785
O 61.528 3.681 -1.261
O 57.502 6.785 -1.266
O 55.28 3.933 17.458
O 53.354 1.728 -4.91
O 62.231 -2.715 -0.456
O 48.712 0.032 -0.177
O 57.747 -3.941 -1.291
O 60.152 -1.267 -1.134
O 60.891 1.165 -1.485
O 60.728 8.088 17.015
O 67.024 -1.272 17.389
O -58.583 -1.973 -3.822
O -57.824 -1.687 17.824
O -46.085 0.334 19.082
O -48.676 2.448 19.151
O -47.362 3.614 17.225
O 68.047 5.474 16.205
O 66.413 -2.907 19.42
O 67.059 -6.604 17.506
O -38.09 -4.505 20.064
O -59.877 -2.798 16.694
O -54.329 -0.165 19.044
O -46.367 -5.227 -6.661
O -56.121 1.387 20.145
O -55.735 1.402 17.497
O -59.709 2.774 16.497
O -57.779 4.364 17.31
O -54.857 -7.956 20.02
O -58.28 7.783 -6.159
O -55.641 7.346 -6.477
O -35.918 4.46 19.376
O -57.048 -5.445 16.269
O -55.115 -4.24 17.386
O -53.323 -1.644 17.138
O -51.532 0.024 16.176
O -49.84 1.9 16.875
O -56.203 4.562 19.468
O -54.015 2.856 16.3
O -54.271 8.072 16.373
O -50.658 6.695 16.911
O -48.853 -8.063 15.979
O -52.57 -4.242 18.024
O -52.325 -6.614 16.963
O -50.336 -4.812 16.886
O -48.833 -2.778 16.103
O 46.32 -1.876 20.943
O -3.739 3.935 -1.358
O -44.306 -0.418 -5.598
O 67.727 7.436 18.67
O -60.514 -3.495 20.285
O -45.109 8.082 -1.858
O -59.166 -5.602 19.509
O -60.107 4.293 -4.324
O -60.319 7.75 19.562
O -56.851 -3.931 -1.489
O -51.265 2.71 19
O -30.59 5.071 17.166
O -56.702 1.247 -5.09
O -45.158 4.96 -5.469
O -56.559 -5.98 19.35
O -60.666 6.777 17.307
O -60.866 -2.098 -2.478
O -57.698 -0.69 -6.504
O -55.492 5.613 -4.235
O 51.337 5.807 -3.134
O -30.596 6.483 -5.087
O -50.084 2.586 -5.121
O -50.209 0.302 18.923
O -52.302 -7.076 -4.019
O -48.902 4.106 -6.869
O -56.723 -1.123 20.198
O -61.218 7.288 -1.91
O -51.436 4.543 -6.226
O -50.129 -5.522 -4.118
O -57.934 -7.859 20.19
O -58.098 -6.321 -1.66
O 65.583 -7.535 19.504
O -57.938 -3.374 20.033
O -55.485 -4.166 -6.024
O -54.02 5.058 -6.416
O -7.462 -7.872 18.67
O -54.76 5.372 -0.658
O -52.006 1.854 -3.535
O 66.577 2.02 -5.931
O 67.98 3.729 -3.486
O -61.802 1.439 17.412
O -47.199 6.448 -6.359
O -44.805 7.434 -6.567
O -52.068 7.47 -1.764
O -61.378 5.384 19.539
O 64.485 0.557 20.229
O -60.331 -5.416 -0.598
O 29.624 -5.396 20.839
O -58.081 -4.579 -5.942
O -8.882 7.892 -5.249
O -12.524 1.786 17.479
O -27.656 -7.694 20.442
O -52.213 6.99 -6.718
O 65.064 -6.743 -1.28
O -61.784 -1.622 19.066
O -56.089 -1.286 -2.896
O -54.288 -2.769 19.317
O -59.101 -4.229 -2.749
O -44.058 1.699 20.131
O -52.065 -1.451 19.474
O -56.077 6.346 17.435
O -58.104 2.888 -3.71
O -46.444 -2.844 -1.177
O -54.155 -5.394 19.693
O 33.851 4.371 -3.71
O -53.534 3.528 -1.948
O -59.872 -6.499 -5.728
O -13.364 -7.055 18.506
O -50.5 -4.025 -2.01
O -51.005 -6.088 19.085
O -49.437 4.756 18.179
O 27.62 -0.741 -6.572
O 64.665 2.7 -4.314
O -58.221 6.116 19.157
O -44.223 2.15 -5.046
O -49.644 0.594 -1.348
O -51.453 -8.139 20.745
O 64.982 5.286 -0.608
O -51.955 4.473 17.016
O 66.498 3.302 -1.418
O -59.338 -1.168 19.888
O -54.939 -5.27 -0.453
O 67.163 -1.492 -1.468
O -51.467 5.966 19.186
O -61.884 1.866 -1.617
O -28.749 -4.295 17.325
O -57.41 2.698 -0.719
O -23.548 2.947 18.516
O 67.377 -8.01 -0.701
O -62.361 -3.896 -1.471
O 68.043 -6.667 19.982
O -46.028 7.198 -4.167
O -54.578 0.795 -3.698
O -60.789 -3.666 -4.511
O 67.94 6.396 -3.863
O -58.219 -1.617 -1.29
O -53.705 -0.821 -1.81
O -59.273 0.745 -5.004
O -24.591 5.143 19.387
O -22.741 -7.085 18.87
O -56.376 6.847 -1.868
O -55.028 3.213 -4.894
O -59.334 5.035 -6.694
O -52.119 -2.561 -0.785
O 65.1 -0.003 -0.65
O -38.095 7.132 -6.715
O 35.72 -3.347 20.582
O -31.613 4.561 -3.625
O -30.755 1.352 -6.294
O -47.092 -0.983 16.968
O -44.237 -0.905 20.524
O -45.013 0.605 16.742
O -31.315 1.056 18.019
O -27.303 2.41 -4.171
O -32.167 3.135 16.577
O -46.234 5.421 15.921
O -48.164 -2.142 20.116
O -47.246 -6.155 16.794
O -45.225 -4.476 16.989
O -43.438 -2.855 15.926
O -42.006 -0.85 16.884
O -18.999 -2.168 20.152
O -42.288 0.093 -4.142
O -40.309 1.233 16.708
O -43.468 2.613 15.961
O -41.842 4.537 16.721
O -37.863 3.606 20.947
O -33.227 6.234 -4.726
O -42.273 6.747 -6.385
O -42.499 7.129 16.421
O -40.249 -5.477 16.215
O -38.72 -3.624 16.918
O -36.941 -1.758 16.875
O -35.418 -0.044 15.843
O -33.832 1.4 17.145
O -40.02 6.43 16.812
O -38.204 2.688 15.971
O -39.496 -6.337 18.703
O -34.699 6.759 16.812
O -32.606 -6.555 19.502
O -38.331 -2.165 19.113
O -36.176 -7.303 16.933
O -34.702 -4.197 16.621
O -32.816 -2.608 15.851
O -11.606 -1.126 -5.156
O -40.453 7.673 -1.091
O -34.678 -0.195 19.348
O -44.691 8.149 19.687
O -39.03 -6.857 -6.022
O -30.559 -7.292 -4.697
O -21.998 4.96 19.217
O -43.053 -3.047 19.685
O -29.239 -5.386 -3.624
O -47.742 -4.571 21.022
O -29.934 2.53 -3.943
O -39.618 2.308 19.514
O 6.148 5.275 -0.077
O -29.709 -2.851 -4.133
O -41.729 -7.052 17.385
O -45.074 7.239 17.214
O -40.793 2.608 -0.987
O 35.895 3.723 20.491
O -35.211 7.854 -4.251
O -41.462 -4.599 18.364
O -41.713 -7.485 -4.758
O -39.073 0.172 21.025
O -7.799 0.484 20.189
O -15.715 -2.543 -4.385
O -38.1 -5.551 -1.31
O -47.404 -4.039 18.429
O -45.142 1.281 -2.288
O -14.652 -1.974 -1.933
O -33.552 -6.538 -5.514
O -40.205 4.679 20.475
O -45.172 -4.275 -4.598
O -46.848 -7.447 21.029
O -34.732 -1.622 -6.403
O -16.707 -0.827 20.954
O -44.818 -1.706 18.119
O -29.977 -1.082 -6.905
O -38.343 5.609 -1.122
O -34.298 0.39 -4.69
O 4.606 -2.921 -5.54
O -15.177 2.515 -5.557
O -39.628 2.986 -5.533
O -31.234 -6.563 -2.226
O -26.706 7.173 -6.324
O -29.714 8.07 -1.048
O -47.038 7.13 19.133
O -57.972 0.449 -2.853
O -41.703 -4.989 -3.778
O -26.307 6.96 18.654
O -41.126 -2.483 -4.31
O -37.618 2.03 -6.724
O -33.501 -4.176 -2.25
O -36.449 -7.486 -2.051
O -3.832 -5.256 20.336
O -48.532 -5.697 -1.84
O -40.454 -3.272 20.362
O -37.968 1.118 -4.244
O -39.464 -1.127 17.062
O -35.659 -5.57 -6.687
O -36.608 -0.483 21.105
O -21.65 -1.195 19.901
O -38.197 8.035 15.803
O -41.806 5.993 18.821
O -33.99 6.897 -2.227
O -42.139 -5.267 20.804
O -31.797 -4.968 -4.121
O -1.225 4.094 -1.893
O -43.863 -6.412 -3.954
O -46.295 -6.495 -3.524
O -34.237 -4.174 -4.776
O -32.496 -4.379 18.094
O -32.788 2.879 19.14
O -42.095 -7.001 -2.172
O -46.094 3.313 -3.716
O -49.436 5.067 -4.458
O 41.398 -5.73 -5.414
O -34.98 2.858 -4.05
O -34.707 -7.99 18.919
O -48.608 4.13 -2.074
O -36.485 4.508 16.807
O -39.409 -4.453 -4.863
O -39.779 -0.514 -3.398
O -14.902 4.927 -4.418
O 32.998 -7.326 -6.874
O -36.779 6.703 18.28
O -6.129 0.684 -1.392
O -43.535 -0.046 -0.914
O -41.734 4.757 -1.903
O -44.09 5.752 -1.81
O -47.591 -8.116 -2.045
O -12.986 4.222 18.437
O -45.865 -6.01 19.003
O -28.426 4.183 -2.603
O -37.347 3.661 -4.609
O -28.95 5.449 19.315
O -24.494 -5.196 19.223
O -41.82 -1.545 -2.076
O -38.73 1.199 -1.74
O -4.633 -7.805 20.287
O -35.535 5.368 -3.731
O -36.641 3.718 -2.062
O -42.329 6.495 -3.766
O -24.998 -7.593 20.098
O 8.256 3.059 0.026
O -35.425 -2.581 -1.4
O -24.274 -1.905 19.266
O -39.833 -3.823 -2.328
O -22.429 7.342 -6.855
O -32.518 -0.003 -1.066
O -16.442 -2.937 19.507
O 2.55 7.867 -2.767
O -30.283 -5.328 19.21
O -24.575 -0.356 -6.764
O -11.578 -5.201 19.789
O -15.651 4.017 19.666
O -15.563 3.511 17.083
O -23.549 4.408 -4.206
O -32.809 -8.081 15.904
O 51.663 1.803 19.11
O -31.246 -6.448 17.098
O -27.424 -2.5 15.94
O -25.529 -1.095 17.049
O -16.206 0.293 -6.323
O -23.665 0.916 16.919
O -3.881 -7.231 -6.817
O -27.176 2.869 15.912
O -25.923 4.723 17.148
O -49.903 0.226 -3.927
O -9.869 2.894 -4.055
O -21.895 6.454 -4.48
O -27.254 -7.866 16.218
O -25.438 -6.009 16.906
O -23.416 -4.259 17.03
O -10.522 3.61 17.65
O -19.621 -0.34 16.09
O -17.607 1.187 16.827
O -19.169 -5.696 -4.263
O -21.869 2.643 16.156
O -19.521 -5.247 -6.836
O -18.14 6.1 17.198
O -25.837 -5.445 -3.507
O 55.172 2.719 -6.515
O -20.491 -6.701 17.498
O -18.917 -5.038 16.315
O -16.921 -2.933 16.273
O -4.477 -6.445 18.029
O -25.144 -7.251 -1.747
O -49.832 6.337 -2.049
O -6.348 -5.912 19.923
O -34.928 -6.574 21.086
O -12.133 -3.448 -6.377
O -46.561 -0.098 -6.815
O -54.282 1.158 -6.255
O -27.821 3.252 18.743
O -23.066 -1.465 -3.109
O -55.657 0.805 -1.336
O -25.794 1.553 18.353
O -21.952 3.9 -6.198
O -8.919 -1.877 20.136
O 1.625 6.692 -5.023
O -29.182 7.171 17.326
O -23.804 2.116 -5.58
O -29.597 -0.706 19.065
O -23.796 -6.943 -4.031
O -11.338 -7.689 -5.078
O -26.288 -7.94 -4.03
O -21.359 0.13 -4.186
O -17.626 -0.682 18.61
O -21.428 -7.356 -5.054
O -16.21 0.842 -3.758
O -26.986 -1.592 19.142
O -27.754 6.548 -1.797
O -23.402 6.433 -2.329
O -60.658 2.789 -6.56
O -27.337 -3.763 -4.654
O 0.098 -0.292 -4.367
O -29.223 7.96 -6.794
O -20.963 7.375 18.926
O -11.308 8.114 19.755
O -27.775 1.047 19.96
O -22.882 -5.346 -5.995
O -21.485 5.313 -1.04
O -17.974 2.8 -3.827
O -28.395 0.513 -5.559
O 17.451 -6.247 -0.478
O 28.248 5.085 -3.228
O -6.133 7.679 -6.502
O -11.373 6.299 -3.772
O -1.202 2.529 -6.313
O -30.256 3.276 19.845
O 33.732 3.572 18.468
O -27.033 -5.557 -0.947
O -32.493 2.049 -3.733
O -25.402 -5.02 -6.105
O -19.869 7.254 -6.154
O -19.938 -4.049 -2.378
O -20.04 -6.701 -2.055
O -23.216 3.533 21.055
O 46.113 -2.646 -0.178
O -7.772 2.541 -0.493
O -4.94 7.034 17.118
O -23.613 0.56 19.544
O 4.979 -1.734 20.265
O -37.772 -8.134 -4.22
O -40.839 0.083 19.052
O 61.469 6.246 18.847
O -62.269 -3.668 17.525
O 40.377 1.787 -0.96
O -25.81 -3.537 17.849
O -13.587 7.229 -4.816
O -21.743 -5.286 -3.641
O 52.65 -4.085 -1.333
O -31.961 8.042 -6.685
O -17.388 -3.867 -1.799
O 3.651 2.974 -3.494
O -17.83 3.635 18.297
O -26.89 5.771 -4.12
O -29.063 -3.091 19.735
O -0.583 -3.012 16.824
O -2.271 6.609 17.551
O -17.771 5.243 -3.179
O -17.354 6.84 -6.742
O -32.531 5.236 -0.97
O -20.048 4.329 17.05
O -31.074 3.077 -1.673
O 18.063 -1.871 -0.586
O -21.767 -5.449 -0.726
O -30.738 -1.677 -2.025
O -19.418 5.355 19.396
O -28.591 1.602 -1.978
O -27.03 -0.124 -0.965
O -24.376 2.757 -1.024
O -8.159 -3.689 -3.412
O -13.765 -3.387 20.204
O -24.751 -3.205 -4.17
O -31.152 6.761 19.229
O -11.862 4.191 -2.122
O -16.077 1.56 18.748
O 46.66 -0.037 -3.433
O 55.768 -6.609 -6.336
O -25.377 -1.905 -1.939
O -22.929 1.062 -2.224
O -24.518 6.708 -4.761
O -18.234 7.564 -4.21
O -19.577 3.751 -1.92
O -34.828 -5.301 18.905
O -19.95 4.382 -4.455
O -28.345 3.028 -6.506
O -16.009 5.37 -0.72
O -2.357 -7.866 -2.867
O -23.495 -3.736 -1.852
O -21.098 -0.515 -1.577
O -17.931 1.256 -1.775
O -9.008 1.722 -6.321
O -15.585 -0.633 17.078
O -15.164 -5.244 19.297
O -51.717 0.605 -5.832
O 1.063 1.101 19.099
O 2.027 3.27 20.032
O 0.805 3.496 17.735
O -13.997 5.382 16.148
O -18.771 0.343 -4.148
O -15.265 -6.186 16.953
O -13.234 -4.654 17.425
O -11.432 -2.99 16.487
O -46.036 -2.508 -6.164
O -0.258 -2.408 -6.114
O -48.126 -1.18 -2.282
O -3.268 3.842 -5.708
O -11.194 2.589 15.44
O -52.137 0.91 20.637
O -2.546 -2.952 19.754
O -3.904 6.581 -5.657
O -7.209 7.411 -0.747
O -0.327 7.101 -3.52
O -8.252 -5.453 16.535
O -6.723 -3.631 17.597
O -4.533 -2.221 17.316
O -3.002 -0.187 16.685
O -0.93 1.051 17.569
O -11.332 5.559 19.835
O -5.559 2.701 16.649
O 17.877 -3.172 -4.58
O -9.594 -3.999 18.628
O -0.232 -8.144 16.953
O -5.19 -3.165 19.659
O -10.616 3.787 -6.38
O -2.661 -5.032 16.84
O -5.412 4.711 -4.572
O -6.365 6.442 19.958
O -8.858 -6.818 -1.115
O -11.642 6.263 -6.35
O -13.316 2.895 -3.814
O 15.978 -1.673 -6.003
O -50.909 -6.616 -1.89
O -35.958 -6.064 -4.186
O -6.72 2.953 -5.98
O -53.587 -6.795 -1.845
O -6.566 -1.678 -2.554
O -18.295 -2.697 -3.956
O -5.215 0.909 19.402
O -5.157 2.16 -4.02
O 1.896 -0.932 -6.246
O -9.03 -6.133 20.021
O 9.733 4.142 -5.508
O 56.688 -2.241 -6.017
O -4.947 -7.519 -4.531
O -45.667 -3.12 20.183
O -53.324 6.271 20.796
O -8.942 7.486 -2.694
O -0.443 0.055 -6.92
O 48.595 1.69 -4.62
O -6.818 -7.186 -2.649
O 66.509 -4.913 20.995
O -11.361 -2.632 19.986
O -11.259 6.472 -1.128
O -6.782 6.931 -3.994
O -0.034 -6.639 -2.656
O -7.274 6.016 17.504
O -13.134 -2.792 -3.974
O -53.873 2.371 19.205
O 49.92 -2.808 -3.816
O 16.524 -3.193 20.162
O -11.622 2.525 19.837
O -44.982 5.555 19.315
O -5.289 5.561 -0.132
O 53.527 -1.73 -1.744
O -13.184 7.904 -0.196
O -13.892 0.302 -4.818
O 28.771 7.05 -4.777
O -34.373 -2.706 18.81
O 4.019 7.673 -4.892
O 1.327 4.203 -3.355
O 63.603 5.033 -3.699
O 66.049 4.923 -4.807
O -10.797 -5.5 -0.3
O -13.49 -7.409 21.077
O -10.586 -3.428 -4.284
O 25.184 0.793 21.057
O -56.441 -6.586 -5.889
O -3.416 -7.598 -0.588
O -47.272 4.474 19.849
O -14.824 -4.447 -2.948
O -19.95 -0.372 -6.42
O -10.476 0.288 20.378
O -6.584 -1.208 18.592
O -1.916 2.544 -3.704
O 34.037 -7.85 20.182
O -17.337 -2.119 -6.344
O -47.71 1.315 -3.063
O -7.363 3.353 -3.424
O -0.601 7.738 -0.989
O -15.626 -5.074 -0.479
O -2.7 6.31 -1.377
O 0.237 1.714 -2.444
O 39.69 7.035 19.123
O 16.324 1.051 -6.044
O -0.744 -4.381 -1.369
O 53.793 1.36 20.735
O -0.604 2.934 19.846
O -8.849 5.331 -4.225
O -44.798 -4.736 -2.096
O 52.242 -0.466 -5.978
O 2.347 0.378 -3.336
O 11.808 -1.858 17.902
O -28.248 -3.564 -2.085
O 44.621 7.339 -4.792
O -3.925 4.578 17.422
O -12.321 1.641 -1.666
O -13.584 6.795 19.459
O -5.199 -5.601 -0.218
O -13.051 -4.259 -1.091
O -3.863 6.162 19.463
O 39.895 -1.51 -0.863
O -10.569 -0.128 -0.719
O -30.627 -0.468 -4.396
O -9.191 4.234 -1.781
O -14.174 -6.682 -1.598
O 32.207 -6.291 -0.086
O -0.376 4.888 -5.036
O -3.153 1.111 -5.287
O -4.508 -0.234 -3.327
O -8.899 -2.065 -1.431
O 16.007 -2.805 17.294
O -14.298 3.41 -1.452
O -5.437 0.118 -5.737
O -2.987 5.244 -3.619
O 53.834 1.363 17.922
O 53.664 -5.035 -5.702
O 14.968 7.799 0.101
O 67.49 -2.662 -3.793
O -2.463 -2.791 -0.274
O -16.062 -0.132 -0.725
O -6.944 -3.833 -1.123
O -4.429 -1.255 -1.004
O -1.797 1.651 -1.035
O 24.86 -5.158 17.581
O -4.805 7.395 -2.393
O -15.839 7.112 -3.404
O 33.542 -2.951 -5.351
O 58.702 6.564 -3.511
O -25.959 4.605 -1.928
O 29.169 -7.088 -6.135
O 23.153 3.599 18.501
O -17.241 -4.553 -5.528
O -39.99 7.046 -5.036
O 32.798 -5.906 -2.602
O 21.526 6.875 0.1
O -32.209 -1.179 19.065
O -12.086 6.527 17.415
O 38.494 2.981 20.509
O -36.023 1.938 20.099
O -56.752 7.862 -4.108
O 4.517 4.915 19.059
O -0.834 7.205 -6.123
O 21.329 -5.707 -4.302
O -32.175 4.852 20.748
O -50.409 -7.667 -5.607
O -38.407 4.551 18.582
O 40.35 2.339 -6.204
O 20.251 0.662 -3.059
O -46.671 2.855 -1.146
O -42.319 1.313 -6.427
O 58.338 -0.188 -5.699

Results
total energy: -751508.256 eV
total energy less fixed offsets of O -438.25, Si -107.07 eV per atom: 45.024 eV

Forces (eV/angstrom) on atoms 645 to 960 of the 3456, counted in the order above; the others are left out for length: element, x, y, z
Si -0.085 -0.005 0.053
Si -0.072 0.153 -0.09
Si 0.037 0.087 -0.195
Si -0.036 -0.056 -0.18
Si 0.248 -0.151 0.611
Si -0.218 0.415 0.632
Si 0.198 -0.232 0.684
Si 0.127 -0.039 0.766
Si -0.279 0.061 0.707
Si -0.277 0.377 0.654
Si 0.07 -0.341 0.59
Si 0.271 -0.038 0.743
Si -0.054 0.079 0.761
Si 0.074 0.274 0.746
Si 0.433 -0.243 0.648
Si -0.11 0.073 0.788
Si -0.026 0.265 0.758
Si -0.207 0.083 0.756
Si 0.058 -0.155 0.739
Si -0.169 0.194 0.702
Si 0.052 -0.248 0.648
Si 0.279 -0.117 0.853
Si -0.065 0.024 -0.018
Si -0.01 -0.059 -0.044
Si -0.027 -0.042 -0.055
Si -0.04 0.014 -0.055
Si 0.017 0 -0.025
Si -0.023 -0.016 -0.029
Si -0.01 0.032 0.013
Si 0.007 -0.02 -0.044
Si 0.019 0.025 -0.066
Si 0.003 0.02 -0.072
Si -0.047 0.009 -0.033
Si -0.022 -0.019 -0.061
Si -0.039 0.007 -0.04
Si -0.03 -0.017 -0.042
Si 0.024 -0.006 -0.044
Si -0.02 -0.047 0.006
Si -0.027 0.021 -0.034
Si -0.036 0.028 -0.064
Si -0.027 -0.034 0.002
Si 0 0.011 0.003
Si -0.004 0.012 0.013
Si 0.012 -0.01 0.016
Si -0.012 -0.007 0.007
Si 0.024 0.011 -0.012
Si -0.03 -0.008 0.019
Si 0.008 -0.009 0.027
Si 0.016 0.022 0.011
Si 0.019 0.003 -0.008
Si 0.015 -0.021 0.004
Si 0.024 -0.021 0.015
Si 0.001 0.018 -0.001
Si -0.022 -0.011 0.008
Si -0.014 -0.01 0.011
Si 0.025 0.005 0.007
Si 0.009 0.034 0.028
Si 0.009 -0.031 0.036
Si 0.009 0.017 -0.011
Si -0.017 -0.013 0.01
Si 0.001 0.024 -0.007
Si -0.005 -0.005 -0.006
Si 0 0.007 -0.01
Si 0.021 0.013 0.017
Si -0.001 0.02 -0.005
Si -0.011 -0.009 -0.036
Si -0.02 -0.027 -0.008
Si 0.028 0.016 -0.022
Si -0.016 -0.011 -0.018
Si -0.033 -0.02 -0.019
Si 0.017 0.023 0
Si -0.003 0.016 0.003
Si 0.014 -0.009 -0.014
Si -0.037 -0.013 -0.015
Si -0.016 -0.006 -0.026
Si 0.012 0.004 -0.038
Si 0.046 -0.03 0.005
Si -0.004 -0.013 -0.001
Si -0.021 0.001 0.008
Si -0.009 -0.022 0
Si 0.013 0.004 -0.006
Si -0.011 -0.004 -0.017
Si -0.005 0.024 0.002
Si 0 -0.01 0.003
Si 0.017 -0.014 0.03
Si -0.003 0.013 0.007
Si -0.01 -0.004 0
Si -0.001 0.017 0
Si 0.001 -0.016 0.004
Si 0.015 -0.004 0.017
Si -0.017 0.021 0.008
Si 0.024 -0.02 0.006
Si 0.002 0.026 0.015
Si -0.01 -0.003 0.014
Si -0.006 -0.006 0.043
Si -0.024 0.004 0.005
Si 0.013 0.024 0.031
Si 0.017 -0.018 0.005
Si 0.017 0.003 0.011
Si -0.025 0.024 0.003
Si 0.012 0.001 0.008
Si 0.021 0.009 -0.006
Si 0.003 -0.01 0.05
Si -0.01 -0.017 0.024
Si 0.015 -0.013 0.042
Si 0.004 -0.009 0.014
Si -0.02 0.005 0.009
Si -0.004 0.008 0.004
Si -0.012 0.017 -0.015
Si 0.002 -0.011 0.025
Si -0.009 -0.003 0.023
Si 0.015 0.015 0.052
Si 0.015 0.007 -0.012
Si -0.032 -0.005 -0.016
Si 0.039 0.082 -0.057
Si -0.054 -0.052 -0.042
Si 0.006 0.008 -0.036
Si 0.015 -0.003 -0.028
Si -0.046 -0.009 0.002
Si 0.036 -0.012 -0.04
Si 0.028 0.038 -0.042
Si -0.062 0.004 -0.006
Si 0.01 0.014 -0.047
Si 0.015 -0.008 -0.006
Si -0.039 -0.01 0.002
Si 0.014 0.015 0.006
Si -0.025 0.007 -0.026
Si 0.035 0.016 -0.055
Si 0.016 -0.031 -0.001
Si 0.03 0.029 -0.028
Si -0.036 0.006 0.028
Si 0.006 -0.034 0.051
Si 0.037 -0.075 -0.032
Si 0.013 -0.017 0.115
Si 0.004 -0.009 0.052
Si 0.006 0.023 0.006
Si 0.003 -0.087 0.022
Si 0.028 0.011 0.069
Si 0.003 0.01 0.061
Si -0.01 -0.016 0.047
Si -0.012 -0.014 0.053
Si 0.012 0.012 0.057
Si -0.007 0.005 0.038
Si 0.007 0.015 0.037
Si 0.03 0.011 0.057
Si -0.003 -0.05 0.071
Si 0.101 0.042 0.079
Si -0.071 -0.007 0.012
Si -0.172 -0.143 -0.748
Si 0.164 0.26 -0.709
Si 0.069 -0.187 -0.724
Si -0.022 0.3 -0.723
Si 0.329 -0.092 -0.756
Si -0.247 -0.132 -0.709
Si 0.242 0.443 -0.691
Si -0.201 -0.322 -0.647
Si -0.063 -0.093 -0.804
Si 0.238 0.386 -0.685
Si 0.08 -0.277 -0.674
Si 0.145 -0.064 -0.764
Si -0.093 -0.209 -0.695
Si 0.253 0.059 -0.726
Si 0.161 0.368 -0.816
Si -0.062 -0.117 -0.716
Si -0.063 0.349 -0.715
Si -0.371 -0.326 -0.674
Si -0.026 -0.027 0.101
Si 0.061 0.134 0.02
Si 0.151 0.023 0.108
Si -0.08 0.055 0.071
Si -0.058 0.142 0.024
Si 0.033 0.021 -0.235
Si -0.045 0.119 0.066
Si 0.009 -0.054 -0.04
Si 0.108 0.092 0.032
Si -0.083 -0.023 -0.138
Si 0.033 0.028 -0.038
Si 0.021 0.111 0.066
Si -0.109 -0.113 0.073
Si 0.03 -0.028 -0.003
Si -0.045 -0.007 -0.123
Si 0.076 0.047 -0.016
Si -0.028 -0.046 0.05
Si 0.128 0.108 -0.176
Si -0.069 0.051 -0.118
Si 0.064 0.036 0.048
Si -0.188 0.167 0.013
Si 0.078 0.007 0.075
Si -0.035 0.053 0.09
Si -0.06 -0.105 0.306
Si 0.062 0.061 -0.026
Si 0.069 0.084 -0.075
Si -0.071 -0.135 -0.006
Si 0.031 -0.142 -0.216
Si -0.069 0.004 -0.129
Si 0.042 -0.09 0.016
Si -0.025 -0.102 -0.097
Si 0.01 -0.102 0.062
Si -0.093 -0.018 0.002
Si 0.126 -0.05 0.081
Si 0.049 -0.095 0.089
Si 0.042 -0.035 0.126
Si -0.021 0.049 0.069
Si 0.097 -0.039 0.03
Si 0.01 -0.013 0.125
Si 0.001 0.058 0.014
Si 0.028 0.092 0.09
Si -0.008 0.082 -0.085
Si 0.017 0.032 -0.124
Si -0.095 -0.048 -0.067
Si 0.038 -0.223 0.107
Si 0.002 -0.033 0.162
Si -0.01 0.084 -0.02
Si -0.056 0.093 0.079
Si -0.16 0.036 -0.027
Si -0.102 -0.052 0.089
Si 0.005 -0.08 0.09
Si 0.054 0.04 -0.075
Si -0.004 -0.077 0.155
Si 0.133 0.102 0.033
Si 0.076 -0.233 0.752
Si -0.152 0.152 0.742
Si 0.277 0.009 0.779
Si 0.147 -0.383 0.748
Si -0.045 0.248 0.701
Si -0.079 0.281 0.713
Si -0.068 -0.104 0.751
Si 0.011 -0.047 0.735
Si -0.114 0.205 0.702
Si -0.269 0.3 0.78
Si 0.152 -0.353 0.635
Si -0.139 0.367 0.723
Si -0.239 0.21 0.732
Si 0.056 -0.092 0.645
Si 0.382 -0.242 0.614
Si 0.011 -0.023 0.718
Si 0.363 -0.315 0.706
Si 0.258 -0.307 0.727
Si 0.016 -0.023 -0.078
Si -0.008 -0.013 -0.073
Si -0.001 0.024 -0.038
Si 0.047 0.001 -0.062
Si -0.06 -0.042 -0.027
Si 0.003 -0.039 -0.072
Si 0.001 -0.015 -0.025
Si 0.022 -0.002 -0.011
Si 0.034 -0.015 -0.084
Si 0.027 -0.029 -0.02
Si 0.023 -0.035 -0.01
Si 0.041 0.009 -0.042
Si 0.025 -0.035 -0.03
Si 0.028 0.025 -0.029
Si -0.053 -0.007 -0.041
Si 0.034 -0.065 -0.087
Si 0.053 0.008 -0.021
Si 0.028 -0.004 -0.009
Si 0.015 -0.007 0.025
Si -0.054 -0.002 -0.001
Si 0.011 0.008 0.01
Si 0.014 -0.011 0.031
Si -0.002 0.03 -0.009
Si -0.009 0.012 0.029
Si -0.018 0.038 0.046
Si -0.038 -0.009 0.03
Si 0.001 0.006 -0.01
Si 0.06 0.004 0.018
Si -0.02 0.071 0.031
Si -0.015 -0.016 0.016
Si -0.012 -0.006 0.032
Si 0.004 0.027 0.03
Si -0.022 -0.023 0.02
Si -0.032 0.045 -0.006
Si -0.031 0.005 0.045
Si 0.001 -0.038 0.043
Si -0.027 -0.009 -0.038
Si 0.029 -0.008 -0.022
Si 0.021 0.018 -0.028
Si 0.013 -0.028 -0.043
Si -0.003 -0.017 -0.005
Si 0.024 0.012 -0.016
Si 0.029 -0.013 -0.027
Si 0.024 0.002 -0.005
Si 0.036 -0.015 -0.001
Si -0.013 -0.009 0.005
Si -0.048 -0.008 -0.025
Si -0.02 0.002 0.015
Si 0.025 0 0.007
Si 0.006 0.022 0.005
Si 0.031 -0.012 -0.044
Si -0.007 -0.013 0.001
Si 0.005 0.017 -0.046
Si -0.002 0.025 -0.031
Si -0.017 -0.004 0.005
Si -0.013 0.001 0.014
Si -0.007 0.01 0.009
Si 0 0.008 -0.001
Si 0.014 -0.001 0.001
Si 0.008 0.003 0.014
Si 0.003 0.01 0.011
Si -0.022 0.002 0.017
Si -0.007 -0.007 0
Si 0.012 -0.003 -0.005
Si 0.009 0.001 0.004
Si 0.003 0.009 0.026
Si -0.013 -0.021 0.021
Si 0.005 0.003 0.01
Si 0.003 -0.001 -0.004
Si 0.003 -0.024 0.01
Si -0.007 -0.013 0.005
Si 0.007 0.002 -0.002
Si 0.024 -0.011 -0.003
Si 0.028 -0.027 0.032
Si 0.009 0.015 0.001
Si -0.019 0.001 -0.004
Si -0.009 -0.016 0.002
Si 0.004 -0.025 0.042
